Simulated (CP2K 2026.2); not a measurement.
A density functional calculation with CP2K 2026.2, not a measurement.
Periodic cell of 3024 atoms, Si2160O864, from a study of silicon, its oxide and their interface. The atomic structure is a simulated model.
Doubt: the forces sum to 6.41 eV/angstrom along one axis rather than to zero, so they err by at least 0.0021 eV/angstrom per atom on average; the grid cutoff is modest.

Settings: functional PBE; method Gaussian and plane waves; basis set DZVP-MOLOPT-SR-GTH; pseudopotentials GTH-PBE; grid cutoff 300 Ry, relative cutoff 40 Ry; k points Gamma only; occupations fixed; spin none; net charge 0.

Cell vectors (angstrom)
a 97.92 0 0
b 0 16.32 0
c 6.7421 2.9313 33.43

Atoms: element, x, y, z (angstrom)
Si 1.163 -1.163 0.11
Si 4.018 1.285 0.306
Si 1.87 3.609 -0.096
Si 3.972 7.012 -0.185
Si 1.652 -7.155 0.036
Si 4.663 -4.359 0.005
Si 7.361 -1.468 0.081
Si 9.459 1.609 0.21
Si 7.141 3.735 0.098
Si 9.939 6.65 0.13
Si 6.891 9.723 -0.065
Si -7.223 -3.957 -0.108
Si -3.869 -1.952 -0.221
Si -1.084 1.041 -0.087
Si -4.018 4.241 0.416
Si -1.473 6.903 0.111
Si -3.595 -7.102 -0.091
Si -1.468 -4.004 -0.075
Si 2.741 -0.152 1.533
Si 5.622 2.574 1.461
Si 2.906 5.347 1.168
Si 5.623 8.124 1.171
Si 2.904 -5.484 1.194
Si 5.71 -2.707 1.305
Si 8.397 0.016 1.554
Si -5.356 2.643 1.415
Si 8.286 5.432 1.324
Si -5.285 8.156 1.208
Si 8.418 -5.385 1.31
Si -5.449 -2.956 1.18
Si -2.747 -0.183 1.071
Si 0.097 2.656 1.201
Si -2.552 5.492 1.624
Si 0.137 8.033 1.389
Si -2.57 -5.542 1.305
Si 0.044 -2.815 1.294
Si 1.393 1.339 2.729
Si 4.239 4.057 2.666
Si 1.526 6.638 2.647
Si 4.244 9.471 2.605
Si 1.516 -4.142 2.583
Si 4.248 -1.474 2.723
Si 6.952 1.29 2.876
Si 9.641 4.112 2.801
Si 6.919 6.803 2.654
Si 9.683 -6.749 2.784
Si 7.024 -4.07 2.727
Si -6.712 -1.444 2.535
Si -3.978 1.186 2.588
Si -1.164 3.991 2.704
Si -4.013 6.87 2.772
Si -1.2 -6.852 2.697
Si -4.057 -4.237 2.602
Si -1.368 -1.441 2.588
Si 0.005 -0.071 3.998
Si 2.825 2.707 4.032
Si 0.168 5.348 4.068
Si 2.87 8.092 3.974
Si 0.16 -5.472 3.999
Si 2.842 -2.816 4.028
Si 5.542 -0.078 4.136
Si 8.299 2.726 4.172
Si 5.572 5.437 4.048
Si 8.268 -8.148 4.071
Si 5.589 -5.47 4.02
Si 8.329 -2.716 4.164
Si -5.371 -0.118 3.958
Si -2.616 2.6 3.953
Si -5.351 5.423 4.07
Si -2.609 8.178 4.082
Si -5.414 -5.542 3.976
Si -2.703 -2.814 3.952
Si 1.326 -1.37 16.283
Si 4.041 1.307 16.281
Si 1.317 4.099 16.204
Si 4.006 6.814 16.317
Si 1.287 -6.772 16.218
Si 4.006 -4.061 16.334
Si 6.708 -1.402 16.454
Si -6.836 1.278 16.186
Si 6.772 4.119 16.374
Si -6.845 6.725 16.159
Si 6.717 -6.778 16.444
Si -6.823 -4.15 16.177
Si -4.091 -1.377 16.171
Si -1.403 1.336 16.213
Si -4.112 4.025 16.188
Si -1.434 6.768 16.125
Si -4.111 9.489 16.207
Si -1.422 -4.118 16.223
Si 2.681 -0.016 17.67
Si 5.394 2.693 17.592
Si 2.608 5.46 17.626
Si 5.326 8.158 17.731
Si 2.593 -5.402 17.623
Si 5.306 -2.757 17.812
Si 8.058 -0.049 17.838
Si -5.473 2.625 17.514
Si 8.09 5.453 17.829
Si -5.515 8.101 17.491
Si 7.999 -5.427 17.915
Si -5.44 -2.772 17.474
Si -2.757 -0.03 17.576
Si -0.066 2.761 17.519
Si -2.767 5.428 17.512
Si -0.125 -8.16 17.456
Si -2.783 -5.459 17.614
Si -0.069 -2.758 17.576
Si 1.319 1.471 18.869
Si 4.018 4.037 18.87
Si 1.17 6.886 18.877
Si 3.892 -6.769 18.986
Si 1.197 -4.111 19.012
Si 3.937 -1.392 19.154
Si 6.67 1.389 19.061
Si -6.83 3.898 18.92
Si 6.699 6.84 19.134
Si -6.799 9.474 18.887
Si 6.556 -4.135 19.291
Si 9.337 -1.447 19.282
Si -4.118 1.337 18.924
Si -1.371 4.147 18.893
Si -4.236 6.69 18.834
Si -1.469 -6.929 18.906
Si -4.129 -4.024 18.941
Si -1.385 -1.388 18.925
Si -0.019 0.09 20.147
Si 2.635 2.825 20.274
Si -0.13 5.592 20.303
Si 2.486 8.216 20.267
Si -0.106 -5.621 20.294
Si 2.459 -2.755 20.479
Si 5.284 0.108 20.434
Si 8.079 2.609 20.495
Si 5.341 5.309 20.273
Si 7.797 8.241 20.742
Si 5.085 -5.534 20.578
Si 7.863 -2.745 20.682
Si -5.384 -0.152 20.266
Si -2.742 2.789 20.195
Si -5.435 5.204 20.234
Si -2.974 -8.239 20.179
Si -5.519 -5.406 20.233
Si -2.697 -2.746 20.353
Si 1.363 -1.011 21.621
Si 3.629 1.226 21.689
Si 1.668 4.624 21.452
Si 3.874 6.721 21.335
Si 1.363 -6.685 21.825
Si 3.487 -4.359 21.855
Si 6.728 -1.009 21.882
Si -6.958 0.915 21.593
Si 6.855 4.162 21.68
Si -6.913 6.433 21.483
Si 5.839 -7.279 22.022
Si 9.285 -4.104 21.983
Si -3.62 -1.015 21.642
Si -1.446 1.364 21.445
Si -3.884 4.139 21.721
Si -1.907 6.574 21.565
Si -4.016 -6.601 21.519
Si -1.677 -4.503 21.552
Si -6.449 5.853 -2.87
Si 4.475 -6.377 -4.15
Si 8.731 -5.425 24.631
Si 0.489 -5.376 -2.035
Si 10.616 -3.711 -6.091
Si -9.156 -4.33 25.493
Si -4.944 3.322 -3.608
Si -13.422 -0.856 -6.926
Si 1.475 5.984 -4.289
Si 2.752 -0.587 25.752
Si 4.957 2.911 -6.962
Si -1.223 5.594 -2.692
Si -4.742 3.661 -6.612
Si -4.948 1.986 23.852
Si 4.731 -2.362 24.008
Si -5.593 8.087 23.687
Si -3.57 -3.737 -4.569
Si 5.774 3.32 -2.578
Si 0.381 -5.259 -5.216
Si 7.665 -7.833 26.144
Si 2.591 3.475 -2.997
Si 9.436 7.756 -5.097
Si -10.813 -4.228 -3.055
Si -4.077 -6.458 -3.141
Si 5.753 0.259 -1.992
Si -3.756 -2.928 25.707
Si 5.296 -6.792 25.069
Si -6.387 0.857 -2.968
Si 5.769 4.974 -5.022
Si -0.549 0.18 -6.139
Si 6.758 4.125 24.64
Si -3.045 -0.451 24.447
Si -7.701 -3.779 -2.95
Si 4.197 4.613 25.875
Si -3.747 6.961 -4.064
Si 6.034 -1.344 -4.507
Si 1.785 0.76 -4.444
Si -2.375 2.961 -2.012
Si -11.858 3.964 -7.16
Si 1.526 -1.858 -2.827
Si 5.702 -4.184 -5.312
Si 3.099 -4.08 -2.469
Si -12.867 6.477 -5.707
Si -5.486 -1.868 -3.028
Si 6.406 -4.061 25.993
Si -4.119 6.502 -7.072
Si 13.979 1.911 24.64
Si -9.143 3.071 -6.41
Si 3.02 2.064 24.492
Si -0.204 5.334 25.259
Si -0.394 7.905 23.861
Si -0.821 -2.589 -4.589
Si 4.116 7.056 -3.242
Si -1.23 -3.847 24.47
Si 1.438 -1.412 5.331
Si 4.164 1.333 5.418
Si 1.494 4.025 5.45
Si 4.199 6.779 5.41
Si 1.491 9.455 5.35
Si 4.198 -4.149 5.408
Si 6.918 -1.394 5.509
Si 9.653 1.394 5.567
Si 6.902 4.092 5.473
Si -6.787 6.765 5.341
Si 6.907 -6.808 5.451
Si 9.628 -4.069 5.581
Si -4.034 -1.456 5.343
Si -1.307 1.284 5.388
Si -3.973 4 5.327
Si -1.25 6.741 5.365
Si -4.027 -6.822 5.387
Si -1.276 -4.125 5.316
Si 2.777 -0.042 6.738
Si 5.521 2.704 6.799
Si 2.833 5.421 6.785
Si 5.533 -8.174 6.8
Si 2.817 -5.501 6.753
Si 5.522 -2.766 6.812
Si 8.258 -0.001 6.876
Si -5.389 2.651 6.659
Si -8.135 5.393 6.696
Si 10.929 -8.15 6.962
Si 8.233 -5.451 6.877
Si 10.969 -2.693 6.957
Si -2.688 -0.075 6.712
Si 0.072 2.656 6.74
Si -2.633 5.372 6.702
Si 0.099 8.119 6.72
Si -2.651 -5.456 6.709
Si 0.069 -2.762 6.699
Si 1.421 1.31 8.111
Si 4.164 4.06 8.165
Si 1.436 6.773 8.115
Si 4.155 -6.83 8.155
Si 1.424 -4.12 8.074
Si 4.138 -1.385 8.129
Si 6.866 1.36 8.202
Si -6.759 4.017 8.02
Si 6.862 6.803 8.214
Si 9.564 -6.786 8.296
Si 6.859 -4.095 8.221
Si 9.582 -1.344 8.292
Si -4.052 1.301 8.05
Si -1.294 4.026 8.085
Si -4.037 6.738 8.032
Si -1.297 -6.839 8.056
Si -4.041 -4.122 8.057
Si -1.304 -1.412 8.064
Si 0.036 -0.046 9.443
Si 2.77 2.689 9.482
Si 0.052 5.403 9.446
Si 2.774 -8.184 9.497
Si 0.046 -5.469 9.43
Si 2.76 -2.751 9.465
Si 5.482 -0.019 9.524
Si -8.137 2.664 9.377
Si 5.496 5.427 9.554
Si 8.191 -8.161 9.62
Si 5.481 -5.461 9.547
Si 8.199 -2.725 9.609
Si -5.425 -0.055 9.397
Si -2.693 2.669 9.413
Si -5.415 5.385 9.385
Si -2.684 -8.205 9.392
Si -5.423 -5.489 9.388
Si -2.685 -2.757 9.414
Si 1.391 -1.391 10.815
Si 4.112 1.342 10.872
Si 1.395 4.05 10.827
Si 4.114 -9.533 10.887
Si 1.391 -6.812 10.819
Si 4.098 -4.094 10.866
Si 6.819 -1.36 10.936
Si -6.793 1.306 10.748
Si -9.51 4.024 10.735
Si 9.522 -9.505 11.03
Si 6.816 -6.799 10.951
Si 9.527 -4.066 11.027
Si -4.058 -1.402 10.761
Si -1.341 1.314 10.783
Si -4.068 4.033 10.757
Si -1.338 6.765 10.774
Si -4.065 -6.851 10.743
Si -1.335 -4.114 10.777
Si 2.73 -0.023 12.2
Si 5.449 2.698 12.273
Si 2.736 5.415 12.21
Si 5.44 -8.162 12.279
Si 2.724 -5.45 12.212
Si 5.439 -2.74 12.254
Si 8.156 -0.01 12.347
Si -5.445 2.676 12.105
Si -8.163 5.385 12.104
Si 10.853 -8.145 12.426
Si 8.147 -5.44 12.35
Si 10.858 -2.712 12.436
Si -2.714 -0.04 12.135
Si 0.008 2.68 12.148
Si -2.719 5.404 12.116
Si 0.005 8.14 12.139
Si -2.725 -5.473 12.107
Si 0.009 -2.744 12.149
Si 1.349 1.335 13.538
Si 4.077 4.064 13.603
Si 1.353 6.799 13.518
Si 4.067 -6.792 13.608
Si 1.347 -4.081 13.54
Si 4.071 -1.377 13.584
Si 6.784 1.351 13.679
Si -6.815 4.021 13.47
Si 6.772 -9.501 13.684
Si 9.471 -6.788 13.759
Si 6.761 -4.08 13.673
Si 9.477 -1.357 13.773
Si -4.096 1.32 13.468
Si -1.375 4.037 13.477
Si -4.104 6.759 13.457
Si -1.378 9.497 13.473
Si -4.092 -4.123 13.472
Si -1.357 -1.392 13.505
Si -0.018 -0.026 14.888
Si 2.695 2.691 14.918
Si -0.031 5.422 14.816
Si 2.678 8.164 14.918
Si -0.054 -5.442 14.844
Si 2.689 -2.718 14.925
Si 5.421 -0.055 14.988
Si 8.125 2.713 15.071
Si 5.394 5.445 14.996
Si 8.093 -8.146 15.101
Si 5.392 -5.437 15.02
Si 8.08 -2.737 15.092
Si -5.462 -0.046 14.812
Si -2.747 2.679 14.83
Si -5.456 5.387 14.816
Si -2.771 8.15 14.804
Si -5.459 -5.497 14.819
Si -2.739 -2.755 14.835
Si 17.694 -0.962 0.414
Si 20.176 1.72 0.529
Si 18.147 4.083 0.39
Si 20.234 7.183 0.53
Si 18.013 -6.962 0.548
Si 20.828 -4.227 0.559
Si 23.372 -1.467 0.465
Si 25.636 1.63 0.561
Si 23.325 3.783 0.45
Si 25.967 6.608 0.457
Si 22.851 9.771 0.624
Si 9.593 -3.683 0.09
Si 12.856 -1.522 0.406
Si 15.578 1.321 0.118
Si 12.133 4.391 0.103
Si 14.978 7.189 0.375
Si 12.75 -7.002 0.472
Si 14.936 -3.877 0.338
Si 19.099 0.154 1.867
Si 21.799 2.744 1.853
Si 19.206 5.55 1.831
Si 21.729 8.262 1.947
Si 19.173 -5.357 1.783
Si 21.889 -2.631 1.853
Si 24.513 0.039 1.828
Si 11.062 2.784 1.459
Si 24.398 5.463 1.729
Si 11.077 -8.19 1.578
Si 24.538 -5.355 1.672
Si 11.115 -2.627 1.545
Si 13.962 0.169 1.539
Si 16.536 2.859 1.612
Si 13.755 5.489 1.47
Si 16.454 -8.086 1.848
Si 13.849 -5.409 1.749
Si 16.508 -2.636 1.597
Si 17.75 1.518 3.155
Si 20.529 4.183 3.191
Si 17.765 6.824 3.166
Si 20.405 9.618 3.267
Si 17.788 -3.977 3.053
Si 20.469 -1.278 3.135
Si 23.124 1.35 3.188
Si 25.841 4.12 3.077
Si 23.136 6.842 3.146
Si 25.9 -6.742 3.007
Si 23.23 -4.032 3.161
Si 9.758 -1.305 2.914
Si 12.439 1.433 2.833
Si 15.067 4.146 2.911
Si 12.409 6.781 2.947
Si 15.144 -6.707 3.171
Si 12.377 -4.042 2.956
Si 15.172 -1.257 2.992
Si 16.43 0.078 4.45
Si 19.133 2.823 4.51
Si 16.37 5.447 4.413
Si 19.072 8.205 4.554
Si 16.472 -5.33 4.477
Si 19.117 -2.652 4.464
Si 21.792 0.026 4.552
Si 24.513 2.745 4.474
Si 21.843 5.513 4.567
Si 24.536 -8.094 4.424
Si 21.84 -5.365 4.533
Si 24.567 -2.671 4.492
Si 11.086 0.078 4.242
Si 13.716 2.777 4.28
Si 10.986 5.436 4.242
Si 13.711 -8.144 4.359
Si 10.995 -5.429 4.249
Si 13.737 -2.639 4.298
Si 17.629 -1.306 16.625
Si 20.389 1.358 16.705
Si 17.639 4.112 16.662
Si 20.387 6.817 16.717
Si 17.635 -6.753 16.657
Si 20.393 -4.048 16.65
Si 23.145 -1.308 16.764
Si 9.426 1.345 16.495
Si 23.185 4.119 16.776
Si 9.442 -9.496 16.491
Si 23.14 -6.747 16.732
Si 9.381 -4.093 16.512
Si 12.149 -1.332 16.577
Si 14.867 1.383 16.605
Si 12.164 4.109 16.555
Si 14.864 -9.502 16.584
Si 12.106 -6.767 16.57
Si 14.895 -4.06 16.622
Si 18.978 0.008 18.045
Si 21.78 2.719 18.033
Si 18.996 5.455 18.062
Si 21.775 8.19 18.044
Si 19.024 -5.384 18.003
Si 21.74 -2.703 18.028
Si 24.496 0.032 18.195
Si 10.774 2.72 17.854
Si 24.593 5.438 18.193
Si 10.685 -8.096 17.925
Si 24.486 -5.423 18.165
Si 10.718 -2.711 17.855
Si 13.499 0.032 17.978
Si 16.233 2.74 17.96
Si 13.479 5.49 17.959
Si 16.22 -8.144 17.932
Si 13.482 -5.43 17.934
Si 16.264 -2.666 17.958
Si 17.601 1.418 19.355
Si 20.416 4.054 19.366
Si 17.554 -9.471 19.334
Si 20.371 -6.774 19.355
Si 17.661 -3.983 19.321
Si 20.327 -1.414 19.38
Si 23.097 1.434 19.497
Si 9.435 4.069 19.22
Si 23.193 6.89 19.419
Si 9.294 -6.774 19.365
Si 23.059 -4.016 19.457
Si 25.833 -1.334 19.613
Si 12.045 1.37 19.295
Si 14.844 4.09 19.292
Si 12.053 -9.435 19.264
Si 14.824 -6.826 19.285
Si 12.075 -4.035 19.213
Si 14.903 -1.321 19.326
Si 16.285 0.029 20.729
Si 18.97 2.768 20.732
Si 16.152 5.483 20.675
Si 18.92 -8.081 20.666
Si 16.222 -5.382 20.489
Si 19.022 -2.749 20.852
Si 21.611 0.022 20.684
Si 24.506 2.768 20.918
Si 21.813 5.465 20.634
Si 24.579 8.14 20.909
Si 21.728 -5.451 20.757
Si 24.339 -2.688 20.942
Si 10.701 -0.08 20.648
Si 13.41 2.774 20.622
Si 10.69 5.531 20.607
Si 13.397 -8.128 20.694
Si 10.734 -5.363 20.621
Si 13.43 -2.685 20.573
Si 17.858 -1.121 22.108
Si 20.053 1.119 22.031
Si 17.878 4.491 21.914
Si 20.212 -9.656 21.8
Si 17.63 -6.542 21.911
Si 20.054 -4.52 22.143
Si 23.042 -1.063 22.16
Si 9.119 1.037 21.958
Si 23.355 4.438 22.104
Si 8.967 6.575 21.872
Si 23.379 -6.507 22.084
Si 25.598 -4.281 22.128
Si 12.373 -1.106 21.959
Si 14.602 1.189 21.879
Si 12.249 4.386 21.926
Si 14.505 -9.754 21.974
Si 12.382 -6.4 21.968
Si 14.673 -4.224 21.764
Si 7.332 6.694 -7.013
Si 20.961 -6.567 -3.664
Si 15.878 3.597 -6.994
Si 16.896 -5.034 -1.595
Si 20.761 -7.057 -6.844
Si 3.283 -5.267 -6.4
Si 15.361 3.027 -2.637
Si 4.148 0.118 -6.35
Si 16.621 5.701 -1.837
Si 14.815 -3.096 -5.697
Si 17.711 3.22 -4.686
Si 17.566 7.478 -4.339
Si 17.063 6.315 26.009
Si 14.623 -0.712 26.099
Si 15.681 7.664 -6.486
Si 11.772 -5.512 24.725
Si 11.13 -0.863 -6.534
Si 25.284 3.857 -3.602
Si 12.464 -1.035 -2.539
Si 18.508 7.113 -7.061
Si 21.376 6.93 -2.324
Si 23.299 7.927 -6.34
Si 8.929 -7.711 -2.156
Si 12.448 -3.783 -3.869
Si 21.903 0.328 -1.685
Si 11.136 -2.727 24.097
Si 13.759 5.398 -6.755
Si 10.386 0.903 -2.706
Si 22.592 3.127 -2.398
Si 17.351 -4.275 -6.38
Si 21.323 3.039 24.1
Si 16.017 -2.604 24.163
Si 11.164 -5.498 -1.832
Si 11.149 5.068 -5.131
Si 21.936 -1.478 25.176
Si 20.142 -1.231 -3.794
Si 18.454 0.39 -5.574
Si 12.442 3.336 -2.872
Si 9.106 6.183 24.846
Si 19.126 -2.816 -1.515
Si 23.876 -6.445 -3.837
Si 18.3 -5.908 -3.99
Si 11.063 2.448 24.048
Si 8.573 0.298 -4.979
Si 20.419 -4.001 25.203
Si 21.747 -8.186 24.144
Si 25.567 -1.295 -4.046
Si 14.38 4.738 26.06
Si 13.789 -0.313 -4.877
Si 18.527 4.121 24.696
Si 15.919 -7.978 24.17
Si 15.707 0.619 -6.692
Si 20.458 4.423 -3.985
Si 10.936 -6.605 -6.963
Si 17.763 -1.291 5.818
Si 20.447 1.419 5.87
Si 17.729 4.141 5.828
Si 20.454 6.859 5.889
Si 17.744 9.592 5.872
Si 20.462 -4.007 5.854
Si 23.179 -1.335 5.862
Si 25.836 1.368 5.844
Si 23.184 4.109 5.872
Si 9.6 6.833 5.522
Si 23.184 -6.765 5.844
Si 25.89 -4.055 5.832
Si 12.366 -1.302 5.652
Si 15.019 1.427 5.732
Si 12.329 4.103 5.643
Si 15.033 6.83 5.756
Si 12.318 -6.778 5.657
Si 15.04 -3.988 5.741
Si 19.094 0.05 7.212
Si 21.809 2.764 7.227
Si 19.077 5.491 7.209
Si 21.821 -8.108 7.228
Si 19.114 -5.382 7.215
Si 21.813 -2.674 7.229
Si 24.498 0.034 7.234
Si 10.965 2.739 6.986
Si 8.237 5.454 6.87
Si 27.187 -8.116 7.209
Si 24.526 -5.404 7.207
Si 27.22 -2.688 7.198
Si 13.67 0.045 7.072
Si 16.368 2.756 7.141
Si 13.65 5.458 7.062
Si 16.358 8.199 7.154
Si 13.662 -5.402 7.038
Si 16.381 -2.66 7.144
Si 17.709 1.405 8.535
Si 20.433 4.122 8.568
Si 17.713 6.856 8.54
Si 20.455 -6.753 8.58
Si 17.717 -4.027 8.53
Si 20.446 -1.313 8.575
Si 23.148 1.397 8.594
Si 9.57 4.107 8.288
Si 23.142 6.834 8.6
Si 25.851 -6.765 8.591
Si 23.163 -4.051 8.577
Si 25.863 -1.336 8.573
Si 12.285 1.392 8.398
Si 14.996 4.121 8.468
Si 12.267 6.829 8.375
Si 14.98 -6.751 8.461
Si 12.286 -4.045 8.372
Si 15.004 -1.307 8.472
Si 16.344 0.034 9.866
Si 19.067 2.758 9.909
Si 16.342 5.475 9.859
Si 19.072 -8.119 9.914
Si 16.337 -5.407 9.85
Si 19.069 -2.68 9.909
Si 21.791 0.04 9.949
Si 8.196 2.721 9.611
Si 21.781 5.472 9.948
Si 24.501 -8.129 9.956
Si 21.806 -5.404 9.946
Si 24.511 -2.691 9.945
Si 10.907 0.008 9.705
Si 13.626 2.744 9.79
Si 10.9 5.454 9.702
Si 13.606 -8.134 9.777
Si 10.904 -5.424 9.691
Si 13.621 -2.695 9.779
Si 17.693 -1.32 11.246
Si 20.419 1.402 11.289
Si 17.696 4.125 11.244
Si 20.416 -9.487 11.292
Si 17.683 -6.76 11.24
Si 20.422 -4.045 11.278
Si 23.153 -1.325 11.303
Si 9.528 1.375 11.024
Si 6.828 4.08 10.957
Si 25.851 -9.496 11.318
Si 23.15 -6.767 11.32
Si 25.86 -4.051 11.319
Si 12.239 -1.338 11.112
Si 14.962 1.392 11.189
Si 12.243 4.11 11.105
Si 14.957 6.841 11.176
Si 12.232 -6.768 11.107
Si 14.956 -4.047 11.18
Si 19.045 0.036 12.623
Si 21.782 2.749 12.666
Si 19.049 5.468 12.639
Si 21.782 -8.138 12.66
Si 19.045 -5.412 12.617
Si 21.782 -2.69 12.642
Si 24.511 0.025 12.68
Si 10.867 2.732 12.421
Si 8.153 5.443 12.363
Si 27.213 -8.135 12.671
Si 24.513 -5.414 12.686
Si 27.221 -2.699 12.685
Si 13.578 0.018 12.507
Si 16.316 2.75 12.562
Si 13.583 5.466 12.5
Si 16.302 8.191 12.573
Si 13.571 -5.415 12.511
Si 16.304 -2.693 12.563
Si 17.662 1.402 13.951
Si 20.417 4.109 14.017
Si 17.659 6.838 13.958
Si 20.401 -6.777 13.989
Si 17.659 -4.044 13.941
Si 20.412 -1.326 13.982
Si 23.15 1.394 14.036
Si 9.5 4.095 13.758
Si 23.143 -9.488 14.043
Si 25.873 -6.777 14.058
Si 23.143 -4.037 14.016
Si 25.869 -1.334 14.053
Si 12.197 1.386 13.83
Si 14.931 4.109 13.886
Si 12.195 -9.491 13.821
Si 14.912 9.551 13.905
Si 12.188 -4.054 13.848
Si 14.917 -1.339 13.898
Si 16.262 0.037 15.263
Si 19.028 2.738 15.342
Si 16.274 5.46 15.276
Si 19.025 8.185 15.34
Si 16.276 -5.41 15.273
Si 19.019 -2.681 15.306
Si 21.776 0.017 15.364
Si 24.525 2.735 15.421
Si 21.789 5.459 15.396
Si 24.517 -8.144 15.42
Si 21.776 -5.416 15.337
Si 24.498 -2.693 15.41
Si 10.823 0.009 15.158
Si 13.542 2.75 15.215
Si 10.827 5.463 15.158
Si 13.507 -8.132 15.23
Si 10.786 -5.425 15.163
Si 13.536 -2.702 15.244
Si 33.614 -0.872 0.316
Si 37.248 1.023 0.05
Si 33.211 4.561 0.167
Si 36.062 7.019 0.387
Si 33.961 -7.07 0.48
Si 36.585 -4.222 0.414
Si 39.32 -1.325 0.44
Si 41.848 1.584 0.261
Si 39.826 3.965 0.294
Si 42.118 6.547 0.474
Si 38.773 9.847 0.193
Si 25.48 -3.804 0.128
Si 28.882 -1.574 0.41
Si 31.166 1.124 0.541
Si 28.286 4.476 0.284
Si 31.22 6.865 0.769
Si 28.98 -7.27 0.338
Si 31.11 -3.784 0.364
Si 35.376 0.18 1.436
Si 38.06 2.789 1.418
Si 34.959 5.428 1.636
Si 37.825 8.147 1.52
Si 35.143 -5.462 1.73
Si 37.872 -2.692 1.642
Si 40.751 0.037 1.644
Si 27.278 2.808 1.68
Si 40.742 5.38 1.882
Si 27.249 -8.176 1.698
Si 40.588 -5.274 1.194
Si 27.153 -2.734 1.496
Si 29.851 -0.104 1.958
Si 32.367 2.852 1.581
Si 29.75 5.466 1.845
Si 32.623 -8.163 2.013
Si 29.928 -5.458 1.561
Si 32.625 -2.588 1.667
Si 33.948 1.517 2.844
Si 36.556 4.078 2.79
Si 33.899 6.723 3.259
Si 36.569 9.487 3.017
Si 33.882 -4.014 3.043
Si 36.545 -1.264 2.931
Si 39.354 1.45 2.92
Si 42.096 4.013 3.129
Si 39.247 6.847 2.906
Si 41.973 -6.673 2.647
Si 39.336 -4.073 2.85
Si 25.914 -1.373 3.047
Si 28.504 1.394 3.118
Si 31.114 4.074 3.13
Si 28.465 6.838 3.206
Si 31.202 -6.706 3.119
Si 28.514 -4.101 2.922
Si 31.298 -1.389 3.194
Si 32.667 0.1 4.351
Si 35.283 2.775 4.297
Si 32.482 5.404 4.516
Si 35.294 8.148 4.464
Si 32.552 -5.356 4.452
Si 35.273 -2.653 4.348
Si 37.979 0.058 4.258
Si 40.682 2.691 4.387
Si 37.907 5.445 4.227
Si 40.683 -8.066 4.134
Si 38 -5.432 4.269
Si 40.721 -2.705 4.191
Si 27.177 0.015 4.46
Si 29.844 2.708 4.51
Si 27.128 5.462 4.522
Si 29.869 -8.1 4.479
Si 27.217 -5.4 4.412
Si 29.86 -2.772 4.408
Si 34.082 -1.338 16.637
Si 36.765 1.35 16.532
Si 34.068 4.093 16.617
Si 36.753 6.751 16.531
Si 34.035 -6.77 16.621
Si 36.773 -4.084 16.567
Si 39.515 -1.401 16.464
Si 25.88 1.376 16.817
Si 39.496 4.045 16.479
Si 25.897 -9.527 16.773
Si 39.515 -6.792 16.443
Si 25.849 -4.053 16.792
Si 28.592 -1.315 16.782
Si 31.329 1.358 16.753
Si 28.61 4.096 16.78
Si 31.28 -9.519 16.713
Si 28.611 -6.821 16.781
Si 31.333 -4.105 16.69
Si 35.476 0.019 17.985
Si 38.088 2.744 17.862
Si 35.424 5.431 17.993
Si 38.164 8.142 17.753
Si 35.423 -5.422 17.969
Si 38.211 -2.76 17.87
Si 40.861 -0.06 17.827
Si 27.286 2.722 18.169
Si 40.921 5.39 17.77
Si 27.266 -8.209 18.162
Si 40.899 -5.47 17.813
Si 27.184 -2.642 18.137
Si 29.976 0.011 18.176
Si 32.769 2.734 18.02
Si 29.963 5.45 18.166
Si 32.638 -8.091 17.979
Si 29.983 -5.438 18.114
Si 32.762 -2.752 17.969
Si 34.171 1.421 19.392
Si 36.784 4.045 19.375
Si 34.031 -9.437 19.249
Si 36.85 -6.859 19.161
Si 34.111 -4.042 19.403
Si 36.903 -1.384 19.246
Si 39.478 1.354 19.107
Si 25.996 4.055 19.613
Si 39.506 6.756 19.053
Si 25.903 -6.822 19.489
Si 39.561 -4.136 19.242
Si 42.227 -1.436 19.197
Si 28.622 1.393 19.606
Si 31.432 4.069 19.411
Si 28.59 -9.563 19.628
Si 31.36 -6.797 19.497
Si 28.585 -4.024 19.399
Si 31.439 -1.439 19.358
Si 32.908 -0.108 20.618
Si 35.474 2.727 20.929
Si 32.723 5.578 20.672
Si 35.437 -8.098 20.542
Si 32.75 -5.387 20.822
Si 35.665 -2.758 20.685
Si 38.222 0.021 20.589
Si 40.954 2.715 20.263
Si 38.197 5.52 20.548
Si 40.992 7.988 20.323
Si 38.264 -5.634 20.543
Si 40.933 -2.821 20.656
Si 27.204 0.051 21.022
Si 30.23 2.661 20.876
Si 27.403 5.273 21.146
Si 29.929 -8.094 20.92
Si 27.22 -5.348 20.773
Si 30.036 -2.749 20.731
Si 34.557 -1.142 21.954
Si 36.774 1.084 22.146
Si 34.279 4.514 22.042
Si 36.574 -9.644 21.839
Si 34.5 -6.466 21.973
Si 36.863 -4.4 21.922
Si 39.8 -1.123 21.884
Si 25.434 1.097 22.331
Si 39.892 4.298 21.568
Si 25.727 6.52 22.289
Si 39.856 -6.919 21.736
Si 42.049 -4.623 21.765
Si 28.939 -1.185 22.064
Si 31.374 0.899 22.03
Si 29.337 4.155 22.443
Si 31.218 -9.623 22.148
Si 28.753 -6.424 22.181
Si 31.107 -4.298 22.161
Si 26.104 6.962 -6.807
Si 38.059 -4.421 -3.635
Si 38.879 5.086 25.456
Si 32.642 -5.424 -1.795
Si 37.041 6.803 -4.749
Si 25.941 0.177 25.054
Si 29.326 0.497 -1.718
Si 20.785 -1.08 -6.645
Si 33.245 3.103 -2.667
Si 41.884 -3.883 24.541
Si 46.247 2.462 24.173
Si 31.348 4.689 -4.295
Si 33.675 5.331 24.811
Si 31.805 0.339 24.844
Si 32.023 6.401 -6.883
Si 27.1 -7.94 24.477
Si 27.379 -2.18 -6.347
Si 40.084 6.293 -1.668
Si 30.483 -6.248 -3.988
Si 41.896 -6.489 26.139
Si 37.215 5.679 -2.162
Si 47.741 -6.616 25.48
Si 24.067 7.915 -1.658
Si 28.101 -4.69 -4.87
Si 37.615 2.562 -2.631
Si 27.105 -2.424 24.178
Si 26.831 6.251 -3.805
Si 26.558 1.217 -2.342
Si 39.564 0.945 -3.997
Si 35.471 1.346 -4.03
Si 38.883 2.458 23.981
Si 32.698 -2.466 24.189
Si 25.693 -4.091 -2.998
Si 30.473 2.094 -5.506
Si 28.517 -8.114 -2.402
Si 44.211 0.681 25.772
Si 35.057 1.677 -7.038
Si 29.209 5.371 -2.395
Si 22.229 5.034 -6.466
Si 35.286 -3.883 -2.342
Si 38.639 -1.573 -4.863
Si 34.351 -1.093 -2.745
Si 29.925 2.501 25.179
Si 24.898 0.453 -6.124
Si 38.891 -3.047 24.018
Si 38.435 7.644 23.962
Si 44.13 -2.074 24.646
Si 24.765 3.175 -6.376
Si 30.854 -6.963 -6.951
Si 28.005 0.624 -6.512
Si 33.242 8.038 24.184
Si 31.809 0.579 -3.339
Si 42.402 6.733 -3.579
Si 27.737 -6.779 -6.988
Si 33.955 -1.297 5.74
Si 36.633 1.394 5.655
Si 33.938 4.067 5.76
Si 36.666 6.774 5.736
Si 33.926 9.555 5.757
Si 36.66 -4.049 5.645
Si 39.363 -1.34 5.573
Si 42.098 1.319 5.626
Si 39.303 4.118 5.626
Si 25.817 6.856 5.86
Si 39.372 -6.779 5.611
Si 42.078 -4.067 5.536
Si 28.556 -1.357 5.785
Si 31.273 1.367 5.787
Si 28.509 4.098 5.852
Si 31.196 6.835 5.841
Si 28.525 -6.752 5.833
Si 31.201 -4.059 5.836
Si 35.327 0.038 7.082
Si 37.991 2.749 7.017
Si 35.295 5.443 7.102
Si 38.05 -8.149 7.016
Si 35.316 -5.397 7.06
Si 38.033 -2.694 6.986
Si 40.73 -0.025 6.971
Si 27.184 2.727 7.215
Si 24.499 5.484 7.241
Si 43.435 -8.12 6.883
Si 40.745 -5.418 6.943
Si 43.455 -2.715 6.885
Si 29.918 -0.002 7.149
Si 32.61 2.722 7.153
Si 29.863 5.466 7.204
Si 32.592 8.195 7.15
Si 29.882 -5.419 7.211
Si 32.589 -2.659 7.118
Si 33.972 1.362 8.486
Si 36.664 4.08 8.432
Si 33.959 6.816 8.474
Si 36.683 -6.787 8.384
Si 33.961 -4.046 8.444
Si 36.693 -1.35 8.394
Si 39.385 1.367 8.326
Si 25.853 4.105 8.587
Si 39.405 6.812 8.358
Si 42.108 -6.783 8.289
Si 39.396 -4.069 8.326
Si 42.114 -1.381 8.291
Si 28.566 1.36 8.537
Si 31.256 4.093 8.516
Si 28.531 6.832 8.572
Si 31.251 -6.784 8.541
Si 28.552 -4.049 8.576
Si 31.257 -1.341 8.533
Si 32.622 0.02 9.871
Si 35.328 2.732 9.821
Si 32.617 5.458 9.858
Si 35.341 -8.135 9.789
Si 32.626 -5.403 9.851
Si 35.337 -2.696 9.787
Si 38.055 0.015 9.729
Si 24.503 2.751 9.958
Si 38.051 5.455 9.738
Si 40.776 -8.145 9.682
Si 38.054 -5.426 9.72
Si 40.771 -2.726 9.675
Si 27.221 0.018 9.933
Si 29.914 2.731 9.894
Si 27.202 5.465 9.949
Si 29.905 -8.137 9.918
Si 27.206 -5.407 9.947
Si 29.918 -2.694 9.921
Si 33.993 -1.355 11.192
Si 36.704 1.352 11.128
Si 33.982 4.09 11.2
Si 36.702 -9.513 11.125
Si 33.992 -6.783 11.18
Si 36.705 -4.078 11.111
Si 39.43 -1.36 11.05
Si 25.868 1.379 11.306
Si 23.142 4.113 11.315
Si 42.148 -9.525 11.001
Si 39.422 -6.797 11.06
Si 42.146 -4.088 11.006
Si 28.57 -1.341 11.304
Si 31.271 1.372 11.253
Si 28.572 4.09 11.281
Si 31.27 6.804 11.245
Si 28.563 -6.776 11.297
Si 31.28 -4.066 11.257
Si 35.359 0.01 12.527
Si 38.086 2.718 12.439
Si 35.358 5.457 12.524
Si 38.08 -8.151 12.452
Si 35.366 -5.424 12.517
Si 38.083 -2.71 12.433
Si 40.811 -0.003 12.375
Si 27.228 2.738 12.665
Si 24.502 5.463 12.689
Si 43.53 -8.159 12.32
Si 40.803 -5.443 12.389
Si 43.532 -2.732 12.332
Si 29.932 0.022 12.655
Si 32.636 2.739 12.588
Si 29.932 5.448 12.636
Si 32.641 8.178 12.564
Si 29.926 -5.414 12.647
Si 32.646 -2.696 12.59
Si 34 1.36 13.913
Si 36.743 4.068 13.826
Si 33.998 6.809 13.909
Si 36.729 -6.809 13.846
Si 34.027 -4.062 13.909
Si 36.747 -1.363 13.834
Si 39.456 1.337 13.759
Si 25.873 4.089 14.039
Si 39.462 -9.526 13.769
Si 42.195 -6.809 13.706
Si 39.45 -4.086 13.758
Si 42.189 -1.376 13.701
Si 28.588 1.387 14.038
Si 31.297 4.085 13.99
Si 28.575 -9.515 14.007
Si 31.294 9.517 13.962
Si 28.579 -4.066 14.048
Si 31.297 -1.355 13.995
Si 32.667 0.014 15.33
Si 35.389 2.727 15.218
Si 32.659 5.464 15.321
Si 35.374 8.162 15.243
Si 32.671 -5.425 15.272
Si 35.414 -2.699 15.24
Si 38.127 -0.009 15.164
Si 40.826 2.684 15.093
Si 38.125 5.426 15.15
Si 40.858 -8.164 15.081
Si 38.107 -5.429 15.153
Si 40.848 -2.741 15.074
Si 27.231 0.035 15.415
Si 29.965 2.736 15.4
Si 27.244 5.441 15.397
Si 29.936 -8.153 15.352
Si 27.231 -5.427 15.442
Si 29.944 -2.698 15.4
Si 49.873 -0.921 0.128
Si 52.799 1.695 0.094
Si 50.489 3.794 0.094
Si 52.62 7.132 -0.009
Si 50.356 -6.985 0.218
Si 53.148 -4.434 0.145
Si 55.736 -1.676 0.049
Si 58.186 1.578 0.165
Si 56.006 3.947 0.029
Si -39.251 6.533 0.017
Si -42.559 9.696 0.093
Si 41.575 -3.437 -0.206
Si 45.084 -1.533 0.071
Si 47.754 1.348 0.236
Si 44.335 4.404 0.228
Si 47.29 7.094 0.01
Si 44.948 -7.125 0.027
Si 47.266 -3.832 -0.061
Si 51.599 0.09 1.369
Si 54.334 2.881 1.362
Si 51.581 5.475 1.324
Si -43.679 8.136 1.381
Si 51.569 -5.469 1.499
Si 54.274 -2.819 1.429
Si 56.963 -0.055 1.313
Si 43.361 2.772 1.595
Si -40.808 5.469 1.392
Si 43.418 -8.143 1.489
Si -40.911 -5.443 1.28
Si 43.333 -2.628 1.258
Si 46.176 0.055 1.427
Si 48.98 2.763 1.563
Si 46.1 5.514 1.34
Si 48.785 -8.148 1.465
Si 46.097 -5.438 1.255
Si 48.815 -2.659 1.325
Si 50.316 1.381 2.87
Si 52.984 4.198 2.741
Si 50.175 6.76 2.74
Si -44.993 9.469 2.819
Si 50.204 -4.005 2.709
Si 52.931 -1.351 2.688
Si 55.647 1.372 2.667
Si -39.445 4.06 2.708
Si -42.23 6.815 2.688
Si -39.477 -6.803 2.584
Si -42.226 -4.13 2.757
Si 42.142 -1.352 2.862
Si 44.798 1.375 2.805
Si 47.48 4.142 2.731
Si 44.798 6.825 2.84
Si 47.459 -6.71 2.745
Si 44.682 -4.085 2.621
Si 47.506 -1.337 2.785
Si 48.902 -0.002 4.151
Si 51.671 2.789 4.135
Si 48.841 5.447 4.135
Si -46.37 8.114 4.12
Si 48.861 -5.382 4.083
Si 51.589 -2.69 4.079
Si 54.313 0.01 4.045
Si -40.851 2.694 4.027
Si -43.559 5.489 4.104
Si -40.838 -8.137 4
Si -43.585 -5.48 4.115
Si -40.854 -2.733 4.059
Si 43.47 0.019 4.208
Si 46.17 2.752 4.127
Si 43.493 5.476 4.277
Si 46.151 -8.099 4.148
Si 43.37 -5.405 4.079
Si 46.088 -2.734 4.05
Si 50.345 -1.36 16.351
Si 53.051 1.325 16.3
Si 50.374 4.076 16.259
Si -44.857 6.78 16.244
Si 50.354 -6.796 16.313
Si 53.024 -4.08 16.258
Si 55.786 -1.341 16.277
Si 42.198 1.306 16.418
Si -42.127 4.088 16.298
Si 42.234 -9.556 16.387
Si -42.126 -6.771 16.229
Si 42.213 -4.105 16.417
Si 44.93 -1.373 16.387
Si 47.632 1.303 16.32
Si 44.98 4.082 16.331
Si 47.642 -9.547 16.325
Si 44.97 -6.831 16.379
Si 47.647 -4.092 16.37
Si 51.704 -0.004 17.725
Si 54.437 2.687 17.606
Si 51.73 5.423 17.626
Si -43.489 8.176 17.526
Si 51.7 -5.42 17.671
Si 54.392 -2.711 17.565
Si 57.132 0.02 17.67
Si 43.634 2.695 17.633
Si -40.754 5.432 17.679
Si 43.665 -8.257 17.713
Si -40.793 -5.439 17.645
Si 43.564 -2.722 17.742
Si 46.302 -0.034 17.75
Si 49.053 2.664 17.575
Si 46.331 5.414 17.735
Si 49.012 -8.189 17.647
Si 46.321 -5.466 17.748
Si 48.997 -2.717 17.728
Si 50.345 1.412 19.063
Si 53.083 4.021 18.946
Si 50.388 -9.531 18.985
Si 53.111 -6.825 18.918
Si 50.358 -4.071 19.084
Si 53.116 -1.394 19.011
Si 55.768 1.385 19.032
Si 42.397 4.041 19.045
Si -42.137 6.887 18.907
Si 42.317 -6.91 19.03
Si 55.693 -4.074 18.919
Si 58.513 -1.358 18.985
Si 44.913 1.36 19.041
Si 47.738 3.963 18.949
Si 44.997 -9.572 19.166
Si 47.701 -6.865 19.067
Si 44.934 -4.079 19.06
Si 47.663 -1.375 19.143
Si 49.013 0.072 20.473
Si 51.756 2.744 20.424
Si 49.102 5.302 20.275
Si 51.783 -8.151 20.294
Si 49.043 -5.51 20.435
Si 51.787 -2.729 20.411
Si 54.424 0.008 20.379
Si 57.111 2.697 20.467
Si 54.456 5.456 20.152
Si -40.833 8.186 20.377
Si 54.417 -5.477 20.307
Si 57.036 -2.688 20.208
Si 43.572 0.04 20.454
Si 46.365 2.662 20.326
Si 43.731 5.29 20.558
Si 46.385 -8.19 20.505
Si 43.656 -5.543 20.364
Si 46.259 -2.758 20.478
Si 50.677 -1.065 21.623
Si 52.883 1.146 21.723
Si 50.692 4.371 21.758
Si 52.958 -9.746 21.517
Si 50.702 -6.632 21.7
Si 52.892 -4.387 21.69
Si 56.002 -1.157 21.639
Si 41.956 1.197 21.726
Si 55.917 4.387 21.604
Si 42.088 6.454 21.708
Si 55.973 -6.533 21.716
Si 58.087 -4.207 21.58
Si 45.083 -1.153 21.755
Si 47.319 1.101 21.79
Si 45.454 4.208 21.817
Si 47.621 -9.865 21.59
Si 45.202 -6.589 21.777
Si 47.426 -4.384 21.702
Si 43.371 7.611 -6.259
Si -44.57 -5.162 -4.967
Si 47.825 5.278 -6.731
Si -48.869 -5.348 -2.177
Si -39.189 -1.401 25.967
Si 38.278 -7.031 -4.851
Si 47.084 4.883 -4.025
Si 41.794 2.03 24.592
Si -44.615 3.755 -4.185
Si -43.551 -2.717 23.856
Si -41.375 6.496 25.72
Si -48.664 5.648 -2.092
Si -48.406 6.089 26.14
Si 41.13 -4.762 -7.221
Si 46.34 7.302 -5.339
Si 43.478 -8.111 23.967
Si 43.907 -1.825 -7.122
Si -40.309 5.252 -5.374
Si 45.297 -2.249 -4.287
Si -39.059 -5.504 25.229
Si -45.761 6.43 -2.879
Si -41.636 7.877 -5.036
Si 39.882 -6.452 -2.505
Si 42.995 -6.755 -2.439
Si -45.324 0.869 -3.934
Si 46.061 -4.144 25.86
Si 44.784 0.009 -2.638
Si 41.29 -2.554 -5.611
Si -41.712 3.991 -3.02
Si -48.425 -1.389 -5.255
Si -43.941 3.148 23.835
Si -48.888 -2.662 23.804
Si 42.871 -3.892 -3.186
Si -48.868 0.685 -7.228
Si 42.185 3.98 -4.362
Si -36.041 0.003 -2.099
Si -46.167 -0.208 -6.644
Si 45.996 2.814 -1.889
Si 39.514 5.153 -5.614
Si -46.123 -3.909 -2.645
Si -41.425 -5.372 -5.158
Si -47.117 -1.252 -2.786
Si 44.445 6.285 26.111
Si 42.198 1.166 -2.812
Si 48.073 -6.514 -4.963
Si -43.126 7.812 23.812
Si -35.406 1.613 24.64
Si 40.048 1.554 -7.119
Si -45.49 -1.086 25.507
Si -46.835 3.829 24.679
Si -48.772 7.984 23.779
Si 47.501 -3.564 -5.725
Si -44.76 8.071 -5.339
Si 43.685 -5.889 -7.056
Si 50.259 -1.36 5.487
Si 53.007 1.376 5.452
Si 50.248 4.101 5.472
Si -44.945 6.81 5.465
Si 50.222 9.543 5.436
Si -44.949 -4.071 5.418
Si -42.223 -1.355 5.395
Si -39.506 1.342 5.406
Si -42.192 4.076 5.402
Si 42.059 6.87 5.519
Si -42.182 -6.815 5.43
Si -39.478 -4.095 5.395
Si 44.822 -1.373 5.51
Si 47.54 1.382 5.48
Si 44.853 4.085 5.567
Si 47.524 6.844 5.492
Si 44.749 -6.759 5.47
Si 47.481 -4.056 5.442
Si 51.638 0.015 6.81
Si -43.535 2.725 6.791
Si -46.292 5.446 6.824
Si -43.556 -8.157 6.793
Si -46.304 -5.433 6.782
Si -43.572 -2.714 6.768
Si -40.854 -0.013 6.77
Si 43.473 2.726 6.916
Si 40.718 5.492 6.917
Si -38.134 -8.165 6.773
Si -40.829 -5.441 6.777
Si -38.113 -2.734 6.752
Si 46.191 0.006 6.846
Si 48.912 2.728 6.838
Si 46.208 5.465 6.884
Si 48.899 8.189 6.833
Si 46.148 -5.422 6.825
Si 48.876 -2.722 6.812
Si 50.284 1.365 8.178
Si -44.906 4.078 8.151
Si 50.279 6.821 8.174
Si -44.919 -6.785 8.135
Si 50.259 -4.081 8.152
Si -44.913 -1.357 8.147
Si -42.182 1.359 8.144
Si 42.1 4.103 8.25
Si -42.189 6.793 8.133
Si -39.47 -6.796 8.141
Si -42.195 -4.071 8.123
Si -39.472 -1.369 8.114
Si 44.843 1.352 8.24
Si 47.574 4.091 8.216
Si 44.818 6.821 8.218
Si 47.528 -6.782 8.181
Si 44.826 -4.073 8.227
Si 47.558 -1.352 8.196
Si 48.934 0 9.54
Si -46.255 2.72 9.517
Si 48.946 5.451 9.549
Si -46.261 -8.147 9.511
Si 48.916 -5.438 9.527
Si -46.28 -2.721 9.496
Si -43.54 -0.002 9.499
Si 40.768 2.736 9.647
Si -43.537 5.436 9.501
Si -40.826 -8.164 9.489
Si -43.55 -5.431 9.486
Si -40.823 -2.721 9.485
Si 43.491 -0.006 9.614
Si 46.217 2.72 9.574
Si 43.48 5.452 9.598
Si 46.2 -8.15 9.561
Si 43.491 -5.429 9.617
Si 46.206 -2.713 9.563
Si 50.303 -1.364 10.878
Si -44.89 1.355 10.863
Si -47.6 4.082 10.884
Si -44.895 -9.519 10.855
Si -47.62 -6.791 10.871
Si -44.907 -4.074 10.847
Si -42.167 -1.353 10.852
Si 42.141 1.359 10.98
Si 39.428 4.077 11.053
Si -39.457 -9.521 10.845
Si -42.183 -6.794 10.837
Si -39.455 -4.073 10.847
Si 44.866 -1.367 10.952
Si 47.586 1.353 10.914
Si 44.857 4.08 10.934
Si 47.58 6.807 10.901
Si 44.867 -6.796 10.947
Si 47.575 -4.081 10.901
Si 51.676 -0.006 12.224
Si -43.511 2.711 12.203
Si -46.232 5.439 12.233
Si -43.531 -8.158 12.199
Si -46.252 -5.433 12.222
Si -43.539 -2.713 12.192
Si -40.8 0.003 12.216
Si 43.519 2.714 12.314
Si 40.805 5.435 12.387
Si -38.087 -8.169 12.201
Si -40.818 -5.438 12.193
Si -38.086 -2.712 12.205
Si 46.242 -0.009 12.291
Si 48.973 2.71 12.24
Si 46.241 5.436 12.269
Si 48.959 8.165 12.238
Si 46.243 -5.441 12.288
Si 48.948 -2.726 12.239
Si 50.328 1.345 13.595
Si -44.856 4.065 13.566
Si -47.594 6.804 13.583
Si -44.88 -6.798 13.562
Si 50.315 -4.076 13.59
Si 53.04 -1.363 13.573
Si -42.154 1.367 13.576
Si 42.175 4.05 13.709
Si -42.164 -9.521 13.545
Si -39.449 -6.801 13.538
Si -42.174 -4.064 13.541
Si -39.427 -1.349 13.574
Si 44.893 1.354 13.655
Si 47.625 4.067 13.595
Si 44.905 -9.525 13.646
Si 47.626 9.52 13.619
Si 44.901 -4.096 13.676
Si 47.608 -1.386 13.626
Si 48.987 -0.034 14.96
Si 51.718 2.698 14.925
Si 48.984 5.43 14.939
Si -46.229 8.164 14.93
Si 48.984 -5.437 14.972
Si 51.669 -2.706 14.936
Si 54.408 -0.006 14.922
Si -40.783 2.726 14.933
Si -43.489 5.424 14.911
Si -40.798 -8.169 14.892
Si -43.519 -5.424 14.902
Si -40.811 -2.711 14.9
Si 43.561 -0.016 15.036
Si 46.298 2.701 14.973
Si 43.571 5.418 15.008
Si 46.29 -8.173 14.98
Si 43.571 -5.465 15.058
Si 46.271 -2.74 15.019
Si -31.657 -0.975 -0.137
Si -28.971 1.74 0.101
Si -31.267 3.925 -0.04
Si -28.952 6.906 0.125
Si -31.094 -7.196 0.208
Si -28.333 -4.28 -0.005
Si -25.692 -1.616 -0.012
Si -23.354 1.582 -0.153
Si -25.462 3.891 0.137
Si -22.973 6.572 0.116
Si -26.234 9.704 0.146
Si -39.887 -3.817 -0.097
Si -36.515 -1.711 0.162
Si -34.145 0.971 0.004
Si -36.971 4.362 -0.094
Si -34.068 7.099 0.181
Si -36.444 -7.183 -0.135
Si -34.234 -3.867 -0.004
Si -30.068 0.053 1.279
Si -27.238 2.791 1.296
Si -30.132 5.408 1.435
Si -27.347 8.093 1.399
Si -29.926 -5.468 1.287
Si -27.242 -2.721 1.346
Si -24.523 0.023 1.209
Si -38.047 2.733 1.293
Si -24.427 5.41 1.516
Si -38.074 -8.181 1.253
Si -24.53 -5.458 1.286
Si -38.236 -2.802 1.269
Si -35.421 -0.173 1.549
Si -32.9 2.692 1.158
Si -35.394 5.473 1.276
Si -32.636 -8.168 1.645
Si -35.417 -5.494 1.209
Si -32.655 -2.665 1.244
Si -31.457 1.397 2.62
Si -28.608 4.114 2.693
Si -31.375 6.707 2.908
Si -28.644 9.501 2.757
Si -31.309 -4.07 2.592
Si -28.657 -1.331 2.61
Si -25.908 1.344 2.615
Si -23.022 4.001 2.713
Si -25.909 6.772 2.716
Si -23.184 -6.813 2.683
Si -25.874 -4.097 2.702
Si -39.527 -1.376 2.659
Si -36.78 1.334 2.706
Si -34.114 4.054 2.639
Si -36.745 6.814 2.681
Si -34.069 -6.715 2.743
Si -36.82 -4.168 2.604
Si -33.966 -1.447 2.798
Si -32.673 0.01 4.086
Si -30.008 2.71 3.988
Si -32.775 5.339 4.122
Si -29.98 8.142 4.134
Si -32.676 -5.37 4.041
Si -29.97 -2.717 3.991
Si -27.267 -0.005 3.988
Si -24.499 2.673 3.994
Si -27.261 5.438 4.082
Si -24.536 -8.176 4.039
Si -27.237 -5.458 4.068
Si -24.517 -2.697 4.018
Si -38.169 -0.017 4.032
Si -35.424 2.704 4.047
Si -38.104 5.45 4.052
Si -35.408 -8.143 4.059
Si -38.145 -5.48 4.019
Si -35.435 -2.809 4.015
Si -31.288 -1.321 16.29
Si -28.601 1.384 16.277
Si -31.289 4.085 16.333
Si -28.568 6.826 16.313
Si -31.258 -6.767 16.302
Si -28.569 -4.068 16.255
Si -25.825 -1.315 16.231
Si -39.433 1.368 16.303
Si -25.85 4.113 16.266
Si -39.452 -9.534 16.259
Si -25.828 -6.799 16.192
Si -39.465 -4.076 16.251
Si -36.682 -1.312 16.325
Si -34.014 1.4 16.367
Si -36.704 4.076 16.356
Si -34.02 -9.54 16.304
Si -36.749 -6.805 16.225
Si -33.985 -4.018 16.301
Si -29.99 0.079 17.671
Si -27.23 2.755 17.598
Si -29.912 5.433 17.688
Si -27.175 8.229 17.614
Si -29.902 -5.395 17.689
Si -27.175 -2.696 17.551
Si -24.479 0.036 17.629
Si -38.077 2.695 17.695
Si -24.469 5.431 17.653
Si -38.131 -8.136 17.589
Si -24.446 -5.439 17.508
Si -38.11 -2.694 17.569
Si -35.345 0.043 17.766
Si -32.66 2.771 17.748
Si -35.352 5.442 17.742
Si -32.638 -8.156 17.6
Si -35.417 -5.405 17.54
Si -32.574 -2.693 17.694
Si -31.335 1.42 19.157
Si -28.558 4.039 19.059
Si -31.276 -9.482 18.995
Si -28.452 -6.687 19.027
Si -31.236 -4.052 19.121
Si -28.56 -1.322 18.867
Si -25.849 1.473 18.967
Si -39.413 4.035 19.08
Si -25.831 6.86 18.955
Si -39.43 -6.8 19.028
Si -25.775 -4.061 18.867
Si -23.046 -1.4 18.846
Si -36.765 1.378 19.153
Si -33.972 4.125 19.191
Si -36.817 -9.48 18.96
Si -34.042 -6.747 18.842
Si -36.826 -4.103 18.896
Si -33.907 -1.328 19.064
Si -32.644 0.032 20.602
Si -29.955 2.775 20.547
Si -32.617 5.617 20.529
Si -29.822 -8.132 20.254
Si -32.757 -5.479 20.313
Si -29.759 -2.62 20.392
Si -27.238 0.06 20.198
Si -24.532 2.746 20.48
Si -27.167 5.465 20.31
Si -24.415 8.256 20.22
Si -27.076 -5.266 20.391
Si -24.352 -2.767 20.203
Si 59.824 -0.096 20.503
Si -35.408 2.757 20.554
Si -38.081 5.464 20.405
Si -35.488 -7.99 20.161
Si -38.137 -5.375 20.409
Si -35.382 -2.794 20.135
Si -30.913 -1.117 21.772
Si -28.718 1.118 21.709
Si -31.041 4.468 21.896
Si -28.732 -9.726 21.599
Si -31.214 -6.77 21.49
Si -27.961 -3.472 21.723
Si -25.753 -1.307 21.347
Si 58.211 1.069 21.784
Si -25.528 4.563 21.724
Si -39.727 6.561 21.65
Si -25.482 -6.501 21.588
Si -23.216 -4.401 21.499
Si 61.427 -1.457 21.648
Si -34.457 1.011 21.869
Si -36.389 4.572 21.797
Si -34.291 -9.338 21.572
Si -36.507 -6.502 21.68
Si -34.339 -4.27 21.578
Si -37.091 8.099 -5.785
Si -27.309 -5.183 -4.342
Si -26.122 -7.878 26.058
Si -32.356 -5.436 -1.948
Si -28.418 -6.53 -6.849
Si -41.419 -3.547 26.033
Si -35.508 4.155 -2.86
Si -38.387 1.2 24.531
Si -29.384 4.151 -5.875
Si -26.862 -1.214 25.589
Si -27.169 5.166 -4.636
Si -32.772 7.037 -4.799
Si -31.567 4.042 24.998
Si -33.699 -0.518 25.95
Si -37.098 5.191 -5.286
Si -38.273 -7.988 23.846
Si -38.096 0.511 -4.45
Si -26.549 -0.473 -2.839
Si -35.067 -1.957 -6.623
Si -28.535 6.593 -6.858
Si -27.241 5.117 -1.862
Si -23.52 7.303 -2.887
Si -40.776 -8.006 -2.063
Si -36.928 -6.591 -3.214
Si -27.725 2.007 -2.533
Si -38.03 -3.2 23.789
Si -31.906 -5.219 25.205
Si -40.318 1.288 -2.605
Si -24.922 3.501 -5.815
Si -27.617 0.187 -7.134
Si -36.698 2.361 -6.379
Si -32.785 -2.573 23.8
Si -39.418 -5.324 -2.808
Si -34.252 2.013 -4.783
Si -34.022 -6.68 -4.161
Si -28.984 0.297 -4.366
Si -31.936 2.8 -6.623
Si -32.749 5.632 -2.175
Si -38.217 6.41 26.112
Si -29.649 -3.975 -2.748
Si -25.181 -2.773 -4.3
Si -31.086 -1.45 -3.219
Si -36.195 4.554 24.844
Si -43.255 0.169 -2.033
Si -27.013 1.403 24.278
Si -27.508 -7.757 23.54
Si -17.021 0.318 24.315
Si -33.677 6.188 25.654
Si -38.04 -1.548 -6.775
Si -25.067 3.655 24.443
Si -32.829 -7.828 23.802
Si -33.967 -0.852 -3.932
Si -25.424 -5.238 26.106
Si -29.496 -5.341 23.304
Si -31.298 -1.361 5.401
Si -28.628 1.353 5.351
Si -31.337 4.031 5.424
Si -28.593 6.797 5.458
Si -31.352 9.544 5.414
Si -28.611 -4.07 5.379
Si -25.902 -1.361 5.365
Si -23.139 1.334 5.365
Si -25.862 4.048 5.365
Si -39.486 6.813 5.383
Si -25.875 -6.815 5.418
Si -23.179 -4.072 5.402
Si -36.772 -1.388 5.359
Si -34.057 1.356 5.418
Si -36.761 4.08 5.412
Si -34.078 6.791 5.427
Si -36.783 -6.81 5.412
Si -34.057 -4.082 5.427
Si -29.942 -0.005 6.759
Si -27.245 2.702 6.718
Si -29.975 5.418 6.769
Si -27.226 -8.164 6.79
Si -29.968 -5.426 6.756
Si -27.247 -2.717 6.743
Si -24.514 -0.019 6.721
Si -38.128 2.709 6.751
Si -40.831 5.444 6.755
Si -21.779 -8.204 6.73
Si -24.522 -5.442 6.762
Si -21.786 -2.725 6.73
Si -35.42 -0.023 6.744
Si -32.686 2.69 6.791
Si -35.418 5.436 6.792
Si -32.695 8.157 6.765
Si -35.404 -5.46 6.773
Si -32.686 -2.704 6.759
Si -31.309 1.341 8.132
Si -28.592 4.061 8.104
Si -31.324 6.798 8.119
Si -28.603 -6.79 8.116
Si -31.325 -4.068 8.12
Si -28.587 -1.358 8.12
Si -25.874 1.349 8.081
Si -39.468 4.081 8.116
Si -25.854 6.777 8.105
Si -23.135 -6.819 8.083
Si -25.887 -4.079 8.107
Si -23.152 -1.373 8.088
Si -36.763 1.35 8.109
Si -34.033 4.081 8.133
Si -36.768 6.803 8.142
Si -34.042 -6.809 8.138
Si -36.75 -4.081 8.126
Si -34.042 -1.352 8.121
Si -32.676 -0.005 9.489
Si -29.949 2.715 9.481
Si -32.672 5.442 9.492
Si -29.959 -8.158 9.472
Si -32.674 -5.437 9.485
Si -29.955 -2.714 9.477
Si -27.226 0.006 9.469
Si -40.811 2.719 9.488
Si -27.228 5.426 9.459
Si -24.495 -8.173 9.45
Si -27.239 -5.435 9.472
Si -24.511 -2.724 9.453
Si -38.111 -0.006 9.477
Si -35.395 2.71 9.472
Si -38.11 5.43 9.491
Si -35.392 -8.165 9.501
Si -38.099 -5.44 9.495
Si -35.386 -2.721 9.486
Si -31.307 -1.355 10.846
Si -28.585 1.365 10.842
Si -31.303 4.084 10.846
Si -28.591 -9.525 10.816
Si -31.309 -6.796 10.843
Si -28.593 -4.074 10.834
Si -25.86 -1.354 10.818
Si -39.45 1.361 10.849
Si -42.162 4.079 10.849
Si -23.133 -9.544 10.794
Si -25.861 -6.804 10.805
Si -23.136 -4.094 10.787
Si -36.739 -1.351 10.841
Si -34.027 1.368 10.841
Si -36.737 4.073 10.843
Si -34.022 6.802 10.859
Si -36.732 -6.791 10.861
Si -34.022 -4.072 10.853
Si -29.95 0.011 12.206
Si -27.226 2.734 12.196
Si -29.944 5.452 12.203
Si -27.225 -8.16 12.161
Si -29.948 -5.432 12.2
Si -27.223 -2.709 12.177
Si -24.503 0.014 12.17
Si -38.084 2.717 12.211
Si -40.796 5.434 12.21
Si -21.762 -8.183 12.131
Si -24.496 -5.445 12.16
Si -21.772 -2.722 12.128
Si -35.382 0.016 12.205
Si -32.665 2.723 12.205
Si -35.371 5.425 12.209
Si -32.659 8.167 12.218
Si -35.369 -5.431 12.226
Si -32.661 -2.706 12.213
Si -31.31 1.372 13.576
Si -28.58 4.102 13.567
Si -31.298 6.808 13.583
Si -28.576 -6.804 13.536
Si -31.295 -4.061 13.57
Si -28.574 -1.347 13.547
Si -25.859 1.377 13.547
Si -39.426 4.082 13.575
Si -25.865 -9.528 13.506
Si -23.122 -6.824 13.489
Si -25.853 -4.069 13.521
Si -23.12 -1.348 13.496
Si -36.722 1.376 13.586
Si -34.01 4.077 13.584
Si -36.728 -9.534 13.562
Si -34.003 9.531 13.59
Si -36.718 -4.051 13.579
Si -34.009 -1.323 13.566
Si -32.675 0.034 14.961
Si -29.951 2.745 14.924
Si -32.649 5.432 14.949
Si -29.924 8.174 14.931
Si -32.64 -5.413 14.95
Si -29.931 -2.689 14.92
Si -27.228 0.026 14.906
Si -24.49 2.732 14.907
Si -27.214 5.475 14.918
Si -24.487 -8.186 14.846
Si -27.217 -5.431 14.877
Si -24.481 -2.692 14.857
Si -38.067 0.012 14.949
Si -35.364 2.729 14.965
Si -38.057 5.426 14.951
Si -35.367 -8.181 14.919
Si -38.101 -5.429 14.891
Si -35.348 -2.673 14.936
Si -15.192 -1.262 -0.005
Si -12.486 1.494 -0.015
Si -14.704 3.713 0.142
Si -12.634 6.934 -0.157
Si -14.814 -7.087 -0.152
Si -11.82 -4.362 -0.215
Si -9.325 -1.505 -0.057
Si -6.873 1.603 -0.031
Si -9.064 3.856 0.023
Si -6.286 6.396 0.047
Si -9.805 -6.881 -0.11
Si -23.396 -3.802 0.012
Si -20.279 -1.717 0.035
Si -17.293 1.044 -0.001
Si -20.657 4.404 -0.104
Si -17.847 7.067 -0.167
Si -20.264 -7.177 0.112
Si -18.07 -3.867 0.126
Si -13.614 -0.09 1.299
Si -10.805 2.689 1.165
Si -13.602 5.382 1.315
Si -10.971 7.952 1.206
Si -13.595 -5.433 1.022
Si -10.856 -2.755 1.214
Si -8.067 -0.003 1.225
Si -21.728 2.697 1.159
Si -7.962 5.375 1.376
Si -21.791 -8.254 1.468
Si -8.204 -5.641 1.174
Si -21.833 -2.765 1.414
Si -19.023 -0.071 1.196
Si -16.279 2.586 1.407
Si -18.996 5.449 1.18
Si -16.303 -8.211 1.255
Si -19.208 -5.469 1.352
Si -16.411 -2.739 1.338
Si -14.921 1.248 2.738
Si -12.139 4.049 2.592
Si -14.999 6.727 2.64
Si -12.281 -6.847 2.497
Si -14.948 -4.146 2.517
Si -12.231 -1.451 2.597
Si -9.488 1.311 2.58
Si -6.695 4.01 2.78
Si -9.484 6.713 2.575
Si -6.737 -6.87 2.54
Si -9.51 -4.187 2.553
Si -23.169 -1.298 2.653
Si -20.386 1.324 2.533
Si -17.701 4.04 2.581
Si -20.345 6.709 2.706
Si -17.695 -6.824 2.597
Si -20.526 -4.157 2.762
Si -17.736 -1.376 2.694
Si -16.335 -0.069 4.056
Si -13.526 2.68 3.967
Si -16.348 5.372 3.983
Si -13.613 8.131 3.927
Si -16.303 -5.481 3.933
Si -13.608 -2.804 3.932
Si -10.848 -0.069 3.929
Si -8.143 2.642 4.008
Si -10.814 5.381 3.982
Si -8.124 8.106 3.908
Si -10.9 -5.519 3.904
Si -8.118 -2.799 3.887
Si -21.759 0.02 3.974
Si -19.059 2.681 3.945
Si -21.705 5.369 4.071
Si -19.016 -8.188 4.006
Si -21.853 -5.499 4.101
Si -19.09 -2.766 4.024
Si -14.941 -1.347 16.203
Si -12.223 1.329 16.215
Si -14.932 4.046 16.232
Si -12.249 6.711 16.243
Si -14.922 -6.86 16.148
Si -12.241 -4.106 16.15
Si -9.472 -1.393 16.194
Si -23.113 1.374 16.257
Si -9.53 4.027 16.232
Si -23.142 -9.578 16.191
Si -9.52 9.472 16.161
Si -23.098 -4.079 16.158
Si -20.37 -1.336 16.169
Si -17.662 1.346 16.27
Si -20.383 4.052 16.243
Si -17.696 -9.573 16.176
Si -20.373 -6.8 16.157
Si -17.684 -4.12 16.131
Si -13.573 0.001 17.602
Si -10.884 2.672 17.613
Si -13.599 5.357 17.67
Si -10.851 8.099 17.52
Si -13.585 -5.479 17.499
Si -10.836 -2.783 17.485
Si -8.158 -0.044 17.633
Si -21.76 2.736 17.633
Si -8.146 5.364 17.588
Si -21.748 -8.192 17.438
Si -8.192 -5.496 17.557
Si -21.71 -2.725 17.475
Si -19.07 0.002 17.615
Si -16.279 2.718 17.624
Si -19.001 5.386 17.604
Si -16.317 -8.207 17.47
Si -19.018 -5.449 17.539
Si -16.348 -2.741 17.456
Si -14.911 1.384 19.01
Si -12.206 3.984 19.068
Si -15.078 6.748 18.905
Si -12.199 9.484 18.841
Si -15.003 -4.101 18.778
Si -12.133 -1.407 18.834
Si -9.541 1.331 19.015
Si -23.109 4.064 19.06
Si -9.476 6.785 18.913
Si -23.056 -6.83 18.79
Si -9.575 -4.15 18.921
Si -6.748 -1.483 18.887
Si -20.423 1.385 19.021
Si -17.627 4.053 19.035
Si -20.422 -9.514 18.822
Si -17.61 -6.831 18.839
Si -20.378 -4.047 18.877
Si -17.698 -1.444 18.869
Si -16.327 -0.085 20.168
Si -13.535 2.627 20.559
Si -16.333 5.445 20.471
Si -13.694 8.193 20.075
Si -16.341 -5.391 20.211
Si -13.533 -2.808 20.026
Si -10.87 -0.096 20.343
Si -8.153 2.631 20.432
Si -10.803 5.45 20.308
Si -8.082 8.106 20.298
Si -10.88 -5.556 20.331
Si -8.165 -2.802 20.227
Si -21.838 -0.036 20.29
Si -18.999 2.701 20.416
Si -21.72 5.538 20.304
Si -19.012 -8.197 20.115
Si -21.7 -5.501 20.136
Si -19.063 -2.719 20.325
Si -14.699 -1.3 21.316
Si -12.453 0.853 21.819
Si -14.612 4.376 21.754
Si -12.485 6.71 21.352
Si -14.767 9.772 21.46
Si -12.542 -4.35 21.478
Si -9.23 -1.241 21.587
Si -23.54 0.907 21.638
Si -9.232 4.346 21.698
Si -23.239 6.811 21.617
Si -9.269 9.599 21.663
Si -7.119 -4.369 21.61
Si -20.246 -1.125 21.622
Si -17.859 0.969 21.591
Si -20.226 4.323 21.632
Si -18.072 6.617 21.644
Si -20.059 -6.587 21.414
Si -17.906 -4.309 21.623
Si -22.572 5.176 -4.681
Si -10.453 -8.204 -5.818
Si -7.423 -6.478 25.184
Si -16.435 -5.368 -2.157
Si -6.468 -3.817 24.549
Si -34.642 -6.649 -6.963
Si -18.697 1.357 -2.544
Si -21.874 -2.722 23.761
Si -15.047 4.278 -2.734
Si -12.68 -6.009 25.447
Si -15.752 1.967 -4.555
Si -17.269 6.249 -3.241
Si -15.061 5.352 24.418
Si -25.027 -1.387 -6.891
Si -17.505 -8.143 -5.744
Si -21.425 8.085 23.767
Si -21.266 -2.422 -7.097
Si -9.319 4.719 -2.863
Si -18.757 -6.135 -4.171
Si -6.939 -6.205 -4.333
Si -12.314 5.558 -3.007
Si -9.692 -7.123 -3.167
Si -25.397 -6.949 -2.687
Si -21.143 -4.935 -5.173
Si -11.041 -0.082 -2.352
Si -24.104 -2.598 25.558
Si -15.448 -6.822 26.047
Si -21.396 0.131 -2.089
Si -6.544 -8.171 -6.731
Si -16.419 -1.43 -7.047
Si -9.916 4.182 24.719
Si -16.357 -2.568 23.624
Si -23.219 -4.638 -2.822
Si -18.742 2.145 -5.224
Si -20.822 -8.008 -2.633
Si -9.062 1.686 -3.796
Si -14.276 2.119 -7.017
Si -20.067 5.237 -2.911
Si -20.269 6.12 25.632
Si -12.45 -2.165 -4.302
Si 0.289 2.875 23.64
Si -15.04 -2.701 -2.703
Si -22.22 2.795 23.683
Si -23.439 1.234 -6.607
Si -11.041 -2.666 23.723
Si -11.291 -7.844 23.693
Si -0.031 -1.117 24.486
Si -21.09 0.155 -5.211
Si -11.817 0.103 24.716
Si -12.171 6.196 25.538
Si -16.311 8.027 23.614
Si -16.758 -0.653 -4.034
Si -8.325 5.981 -6.749
Si -14.801 -3.991 25.905
Si -14.951 -1.453 5.338
Si -12.195 1.293 5.315
Si -14.936 4.029 5.308
Si -12.222 6.768 5.279
Si -14.96 9.477 5.312
Si -12.236 -4.152 5.288
Si -9.478 -1.438 5.27
Si -6.749 1.263 5.307
Si -9.489 4.016 5.357
Si -23.131 6.763 5.354
Si -9.503 -6.855 5.265
Si -6.774 -4.14 5.292
Si -20.434 -1.37 5.354
Si -17.695 1.34 5.342
Si -20.372 4.006 5.397
Si -17.673 6.755 5.356
Si -20.415 -6.856 5.372
Si -17.673 -4.127 5.322
Si -13.581 -0.062 6.664
Si -10.861 2.655 6.692
Si -13.584 5.409 6.655
Si -10.858 -8.208 6.648
Si -13.594 -5.491 6.67
Si -10.862 -2.781 6.636
Si -8.129 -0.082 6.66
Si -21.779 2.683 6.735
Si -24.502 5.416 6.723
Si -5.409 8.114 6.698
Si -8.15 -5.495 6.645
Si -5.417 -2.797 6.684
Si -19.056 -0.02 6.706
Si -16.306 2.686 6.684
Si -19.026 5.398 6.725
Si -16.307 8.122 6.692
Si -19.041 -5.476 6.697
Si -16.32 -2.783 6.704
Si -14.948 1.305 8.023
Si -12.235 4.034 8.021
Si -14.941 6.759 8.037
Si -12.221 -6.851 8.018
Si -14.948 -4.136 8.048
Si -12.215 -1.42 8.016
Si -9.489 1.29 8.024
Si -23.138 4.059 8.082
Si -9.515 6.753 8.029
Si -6.788 -6.843 8.028
Si -9.509 -4.135 8.011
Si -6.777 -1.427 8.035
Si -20.412 1.328 8.082
Si -17.656 4.041 8.065
Si -20.407 6.756 8.075
Si -17.677 -6.84 8.052
Si -20.404 -4.102 8.056
Si -17.68 -1.394 8.043
Si -16.311 -0.037 9.398
Si -13.595 2.674 9.383
Si -16.3 5.406 9.41
Si -13.582 -8.201 9.389
Si -16.313 -5.482 9.41
Si -13.582 -2.765 9.389
Si -10.865 -0.055 9.382
Si -24.508 2.708 9.439
Si -10.874 5.389 9.384
Si -8.153 -8.205 9.382
Si -10.869 -5.486 9.381
Si -8.153 -2.778 9.383
Si -21.78 -0.018 9.44
Si -19.035 2.692 9.42
Si -21.77 5.41 9.439
Si -19.039 -8.195 9.417
Si -21.766 -5.455 9.427
Si -19.042 -2.742 9.411
Si -14.94 -1.394 10.749
Si -12.23 1.315 10.739
Si -14.946 4.033 10.758
Si -12.233 -9.572 10.746
Si -14.944 -6.844 10.756
Si -12.227 -4.128 10.75
Si -9.511 -1.412 10.744
Si -23.138 1.351 10.795
Si -25.863 4.067 10.812
Si -6.8 6.741 10.733
Si -9.511 -6.847 10.744
Si -6.79 -4.133 10.743
Si -20.401 -1.378 10.774
Si -17.67 1.327 10.765
Si -20.396 4.052 10.785
Si -17.672 6.758 10.767
Si -20.399 -6.825 10.772
Si -17.671 -4.105 10.759
Si -13.59 -0.029 12.117
Si -10.873 2.671 12.102
Si -13.585 5.388 12.115
Si -10.874 -8.212 12.097
Si -13.588 -5.483 12.117
Si -10.874 -2.76 12.108
Si -8.16 -0.046 12.107
Si -21.762 2.702 12.146
Si -24.493 5.423 12.163
Si -5.446 8.109 12.084
Si -8.156 -5.485 12.106
Si -5.432 -2.769 12.095
Si -19.036 -0.018 12.132
Si -16.312 2.687 12.125
Si -19.029 5.405 12.142
Si -16.301 8.113 12.112
Si -19.03 -5.463 12.118
Si -16.306 -2.743 12.111
Si -14.949 1.336 13.486
Si -12.228 4.028 13.476
Si -14.947 6.745 13.473
Si -12.228 -6.861 13.465
Si -14.947 -4.105 13.466
Si -12.223 -1.387 13.471
Si -9.522 1.314 13.47
Si -23.124 4.055 13.513
Si -9.539 6.737 13.463
Si -6.803 9.458 13.452
Si -9.515 -4.119 13.463
Si -6.793 -1.414 13.446
Si -20.389 1.35 13.5
Si -17.667 4.039 13.501
Si -20.406 -9.55 13.485
Si -17.662 9.479 13.457
Si -20.396 -4.084 13.458
Si -17.654 -1.37 13.476
Si -16.316 0.001 14.859
Si -13.585 2.685 14.853
Si -16.297 5.395 14.852
Si -13.568 8.079 14.829
Si -16.298 -5.486 14.808
Si -13.6 -2.725 14.825
Si -10.865 -0.039 14.851
Si -8.18 2.67 14.846
Si -10.884 5.378 14.855
Si -8.179 8.101 14.8
Si -10.88 -5.483 14.81
Si -8.144 -2.76 14.816
Si -21.768 0.018 14.857
Si -19.024 2.688 14.881
Si -21.746 5.401 14.859
Si -19.031 -8.191 14.816
Si -21.746 -5.448 14.809
Si -19.031 -2.723 14.808
O -1.56 7.58 22.794
O 4.502 0.429 -0.994
O 3.94 1.86 23.166
O -4.374 3.311 23.07
O -0.301 -6.552 -5.89
O 4.842 7.731 22.224
O 4.117 -3.61 23.168
O -3.701 -4.001 -6.162
O 10.599 5.833 25.309
O -5.955 6.852 22.731
O 10.053 -3.031 22.935
O 6.391 4.123 -1.304
O 4.167 3.54 -2.622
O -3.401 2.985 -7.195
O -8.117 -0.139 22.098
O 11.041 5.532 -0.32
O -2.845 5.347 22.157
O 1.673 3.891 -1.704
O -1.109 -7.77 25.163
O 1.447 1.869 24.128
O -9.984 2.822 25.535
O 11.044 -3.405 -4.575
O -5.338 6.691 -3.743
O 6.753 2.955 25.767
O -6.114 1.035 -1.37
O 0.775 -6.785 -1.3
O -2.359 -2.75 -4.171
O 5.705 -1.463 23.075
O -2.844 -5.565 22.009
O 1.153 -0.595 25.457
O 0.424 1.113 -5.239
O -2.824 -3.675 24.61
O -6.032 1.303 22.87
O 4.689 -7.757 -3.377
O -4.788 -7.124 22.852
O -0.459 -3.905 -5.447
O 0.448 -5.567 -3.631
O -0.448 -2.566 25.036
O -8.671 4.58 -5.996
O -9.612 -7.551 -1.601
O 7.571 -7.148 -1.457
O -8.171 -6.919 -3.615
O 1.79 -1.793 -1.24
O 14.428 0.858 25.777
O 6.063 -2.947 -4.353
O 4.379 6.555 -1.711
O 5.823 -6.658 23.537
O -3.43 6.589 -5.609
O 6.069 -7.98 25.869
O 9.28 6.958 23.431
O 0.097 -2.502 -3.256
O 0.099 -0.034 -0.426
O 5.666 -2.896 25.188
O 12.442 1.607 24.197
O -2.546 8.009 -0.439
O 6.489 3.544 23.152
O 2.399 -5.508 22.349
O -3.937 -6.418 -1.529
O -6.27 -5.394 24.833
O 4.958 6.135 -4.261
O -6.511 -3.615 22.936
O 7.573 -0.884 -4.549
O 3.761 -6.613 -5.601
O -8.083 5.452 22.071
O -2.611 -2.944 -0.579
O -16.392 -1.921 -3.113
O 2.33 2.027 -3.637
O 5.755 -5.491 -0.471
O 2.806 -8.194 -0.459
O -7.035 -7.741 24.268
O -2.576 0.24 21.799
O -7.05 -4.536 -1.643
O 2.981 2.423 -0.198
O -10.733 3.003 -6.568
O 2.714 -2.814 -3.412
O 4.213 -3.646 -1.394
O 6.392 3.95 -3.933
O 2.792 0.092 -5.505
O -3.042 3.644 -0.724
O -5.03 7.835 -7.199
O -5.999 2.146 -3.828
O -0.836 2.071 22.803
O 0.007 6.073 -3.617
O 1.524 -0.361 -3.342
O 6.915 -0.572 -1.22
O 5.293 -0.613 -3.268
O 4.75 4.194 -6.01
O -0.854 -4.721 -1.415
O 11.081 -2.426 -6.947
O -4.672 -1.78 -1.631
O 11.434 3.787 23.21
O -5.641 -6.459 -3.448
O 12.144 -3.991 24.273
O 2.571 0.017 22.011
O -5.522 -0.355 -3.573
O 8.354 2.709 -0.287
O 8.47 -2.586 -0.41
O -5.688 4.42 -2.678
O 1.759 -4.99 -6.008
O 7.737 1.384 -5.821
O 7.9 -4.277 25.406
O 9.441 7.375 -1.24
O -16.986 1.223 22.961
O 3.704 -6.976 25.163
O -19.672 -7.244 -3.437
O 20.641 -2.416 25.273
O 27.166 7.717 -3.169
O 4.162 -4.047 -5.796
O -16.118 -7.597 -6.375
O -15.653 2.867 -3.233
O 2.161 4.533 -4.129
O 31.364 7.842 -7.193
O 34.536 2.373 -3.234
O -0.255 3.765 24.87
O 42.239 -3.728 -1.684
O -3.734 -1.352 23.244
O 47.555 6.808 -6.303
O -10.463 -3.659 24.853
O 3.283 3.547 25.064
O -42.749 -3.324 25.12
O -0.903 6.118 -1.193
O -1.417 -0.254 24.436
O 15.135 7.226 23.313
O 20.744 0.965 -0.778
O 20.847 1.706 23.329
O -22.205 1.245 -5.584
O 12.157 -5.134 -3.05
O 21.019 7.132 23.127
O 18.778 -5.505 22.425
O 16.912 4.051 -5.832
O 18.456 6.703 -5.474
O -47.652 -7.441 23.045
O 24.51 -5.426 22.615
O 22.631 3.995 -1.018
O 21.128 3.282 -3.055
O 18.995 5.655 22.193
O 7.914 0.005 22.442
O 27.018 5.46 -0.033
O 13.399 5.443 22.449
O 17.748 4.917 -0.966
O 14.843 -7.222 25.101
O 18.146 2.812 25.519
O -40.613 2.817 -2.984
O 22.412 -5.927 -3.368
O 15.306 2.073 -1.314
O 9.988 0.917 -1.151
O 17.307 -6.363 -0.787
O 8.404 7.075 25.991
O 12.775 -2.579 -2.851
O 22.322 -1.247 23.622
O 15.291 -3.534 23.088
O 17.251 -1.81 23.464
O 12.304 5.577 -6.141
O 9.882 1.647 23.278
O 31.727 -1.268 24.674
O 11.835 -6.595 23.505
O 23.247 -2.133 25.905
O 20.896 -7.925 -2.795
O 17.02 -5.355 -3.167
O 18.343 -7.519 -3.869
O 16.503 -3.569 25.361
O 15.534 4.593 -2.26
O 10.034 -6.55 -2.247
O 23.286 -7.438 -0.645
O 30.297 8.078 0.119
O 18.643 -1.439 -0.825
O 9.762 -0.335 -5.868
O 19.522 -0.064 -6.7
O 10.542 2.814 25.525
O 27.419 -2.769 25.719
O 24.484 5.498 22.691
O 22.537 -7.027 23.374
O 19.437 -7.898 -7.198
O 22.84 7.361 25.065
O 13.595 -0.132 -3.284
O 18.868 4.138 -4.043
O 25.871 -7.348 25.346
O 16.62 0.102 -0.218
O 18.243 -5.31 -5.506
O 13.861 -8.045 -0.137
O 21.854 2.623 25.563
O 16.721 -6.986 23.188
O 12.111 -6.157 -0.735
O 17.03 7.643 25.1
O 10.162 6.319 -4.886
O 13.192 5.813 25.842
O 20.737 5.867 -3.335
O -3.389 -5.154 -3.811
O 19.539 -2.521 -3.038
O -44.153 7.086 22.823
O 7.865 5.389 21.999
O 12.468 -0.752 -0.966
O -28.267 3.607 -6.894
O 41.976 -4.916 25.772
O 21.84 -5.401 0.046
O 19.09 -8.077 0.032
O 17.251 6.479 -3.11
O 12.714 -5.968 25.94
O 13.547 -0.016 22.154
O 10.412 -4.189 -1.235
O 19.184 2.891 -0.053
O -43.938 8.062 25.195
O 38.54 6.61 -2.009
O 17.92 -3.84 -1.289
O 20.415 -3.425 -0.787
O 25.994 2.644 -2.821
O 14.577 0.909 -5.561
O 12.623 3.771 -1.319
O 16.255 -8.184 -5.05
O 39.443 -7.76 23.081
O 11.46 2.069 -2.991
O 32.214 1.087 23.443
O 6.191 1.752 -2.457
O 22.851 4.976 26.112
O 22.754 -0.745 -0.847
O 21.218 -0.436 -2.911
O 22.686 6.487 -5.869
O 15.445 -4.541 -1.08
O 9.118 1.07 -3.674
O -25.488 -1.298 -3.714
O -26.661 -6.323 -3.42
O 27.833 -6.914 23.449
O 20.831 -6.839 -5.256
O 18.949 0.022 22.567
O -40.419 -4.63 25.351
O -18.361 -6.798 -5.569
O 17.495 4.079 23.443
O 24.546 2.755 0.107
O 20.664 -4.354 23.644
O 24.393 -2.609 -0.1
O -10.444 0.952 -3.438
O 26.37 -3.659 23.433
O -39.116 -2.725 -6.932
O 14.339 3.894 -6.542
O 25.293 7.224 -0.89
O 13.927 2.931 -3.385
O -6.676 -6.857 -5.794
O 12.344 -0.555 -5.529
O 18.951 -4.369 25.757
O 32.907 -7.702 25.645
O 25.099 -2.587 -3.2
O 32.164 5.816 -0.13
O 18.174 -3.094 -7.155
O -21.123 3.633 22.825
O -26.107 -7.278 22.881
O 20.872 6.585 -0.83
O 20.894 -1.68 -5.151
O 20.072 4.051 24.228
O 14.089 3.42 25.183
O -32.752 7.266 24.847
O 22.864 1.542 -2.163
O 11.977 -1.488 23.505
O 11.806 4.542 -3.751
O -28.365 5.974 -1.088
O 13.653 -5.407 22.227
O 18.363 5.449 25.603
O -25.556 2.103 24.439
O -9.941 -0.846 -1.425
O 15.854 6.784 -0.93
O 14.989 -1.501 24.744
O 31.924 7.496 23.394
O 47.219 2.374 -0.926
O 40.197 1.681 24.555
O 30.303 0.915 25.111
O 16.628 2.664 -3.596
O 37.049 7.536 23.142
O 35.657 -5.391 22.449
O -11.415 7.551 25.03
O 40.311 5.816 -6.851
O 26.452 7.157 23.62
O 40.942 -5.773 22.144
O 39.297 -4.936 -2.696
O 37.525 4.102 -2.207
O 35.592 5.463 22.326
O 24.214 0.033 22.354
O 43.178 5.489 -0.248
O 30.261 5.485 22.739
O -14.176 6.545 -6.658
O -9.311 -3.65 -2.834
O 27.565 -6.083 -5.528
O 32.381 5.701 25.739
O 43.245 -5.473 -3.426
O 25.721 5.325 -3.057
O 30.441 -0.046 -2.753
O 26.206 0.959 -0.793
O 34.034 -4.894 -2.404
O 28.256 7.968 25.516
O 29.573 -4.93 -4.241
O 39.097 -1.614 23.289
O 31.801 -3.609 23.473
O 33.809 -1.864 23.192
O 29.078 1.282 -5.512
O 31.856 -4.25 -1.008
O 35.638 -0.042 22.559
O 42.625 -4.765 -6.585
O -18.044 0.058 -3.308
O 36.047 -3.828 26.07
O -44.957 -6.653 -5.439
O 35.488 -0.055 -3.223
O 44.858 3.623 -1.094
O 33.527 -3.058 25.423
O 30.707 5.311 -2.959
O 24.619 -7.455 -2.824
O -31.834 8.028 -5.715
O 42.597 -2.499 24.968
O 34.199 -1.22 -1.149
O 26.494 0.711 -5.927
O 47.448 1.85 23.247
O 22.081 -0.249 -7.091
O 46.29 6.311 -4.04
O 36.338 6.036 -0.878
O -44.879 6.666 -1.524
O -26.943 5.914 -3.232
O -17.319 -3.744 23.053
O -35.072 5.736 24.955
O 43.384 0.242 -3.406
O 40.33 5.222 26.148
O 32.356 0.133 -0.015
O 6.555 -4.261 -6.673
O 40.35 -3.741 24.065
O 28.326 -7.066 -1.168
O -29.842 5.542 22.166
O 39.297 3.321 22.7
O 33.954 -7.113 23.354
O 33.57 3.891 -1.288
O 34.244 6.782 24.368
O 24.683 7.667 -7.117
O 25.673 3.78 -5.18
O 44.416 -7.13 23.095
O 26.097 -1.165 24.169
O 44.484 -0.906 25.694
O 38.243 -7.981 25.391
O -21.353 -6.272 -6.063
O 30.082 1.467 -0.649
O 29.945 -2.726 -0.066
O -39.31 -6.856 24.372
O 48.016 5.488 25.991
O 37.647 -5.329 -0.154
O 35.081 -8.095 -0.139
O 32.785 4.113 -3.842
O -29.812 0.013 22.287
O 30.113 -0.094 22.411
O 25.782 -4.379 -1.388
O -22.736 1.452 22.951
O 38.475 3.56 25.086
O 32.906 0.617 26.01
O 33 -6.595 -0.744
O -48.226 4.371 -1.202
O 40.954 7.118 -0.555
O 32.947 -0.567 -3.364
O 28.944 4.272 -1.219
O 26.258 6.489 -5.282
O -37.09 -7.319 22.968
O 28.167 1.283 -2.508
O -42.969 3.994 22.859
O 8.18 -6.888 24.947
O 35.065 1.035 -5.554
O -45.316 5.008 -3.476
O -23.275 -2.055 24.27
O 38.435 -7.604 -6.345
O 25.932 -0.047 -3.109
O 42.957 5.193 -3.557
O 28.595 -0.742 -0.964
O 27.172 -4.244 -3.629
O 42.726 -4.337 23.225
O 42.396 -7.308 24.845
O -22.087 -5.028 -3.878
O 36.86 2.153 -4.004
O 47.894 -4.461 -1.445
O -46.168 0.046 22.173
O 40.648 2.62 -0.068
O 38.581 6.276 -4.908
O 38.334 -2.883 -3.987
O -10.481 0.329 25.609
O -28.782 -3.596 -1.424
O -35.564 3.111 25.253
O -17.737 1.853 -1.351
O 21.486 -0.211 26.1
O -34.36 1.647 23.382
O -34.052 8.042 22.827
O -17.255 7.447 -4.328
O 24.125 1.814 -5.751
O -36.879 -2.469 22.902
O 46.293 -5.448 22.224
O 5.217 -0.988 -5.859
O 37.985 -5.439 -4.902
O -48.208 7.351 25.147
O 31.314 3.13 25.737
O 36.39 6.01 -3.506
O 38.302 -0.218 -0.288
O -37.038 -6.903 -1.625
O -11.811 0.991 23.332
O 42.371 2.031 23.07
O 45.316 3.445 23.254
O 28.461 -1.978 23.417
O 31.583 1.106 -4.854
O 8.732 -8.188 -3.684
O 29.954 -5.381 22.657
O 34.784 4.479 25.6
O -1.738 5.667 25.604
O 33.421 4.446 23.459
O -40.815 5.41 22.094
O -5.294 -2.997 25.249
O 47.858 -7.419 24.09
O 42.964 3.649 -5.756
O -44.384 1.775 23.091
O 37.738 -1.636 -6.193
O -5.798 2.287 25.176
O 33.637 6.503 -6.911
O -46.157 -5.473 22.177
O 22.534 3.777 23.339
O -37.65 7.568 25.128
O 40.996 5.334 22.206
O -40.882 -5.35 22.137
O -40.98 5.105 -3.912
O -43.066 3.576 -3.783
O -46.139 5.564 22.034
O 40.936 0.007 22.236
O -38.168 5.411 -0.51
O 46.488 5.429 22.161
O 0.679 -7.415 23.136
O 38.909 6.106 24.194
O -47.091 2.449 25.459
O -7.123 6.803 -6.019
O -42.972 -5.033 -4.866
O -21.271 -1.125 -6.15
O 47.667 -5.139 -5.665
O 42.417 1.172 -1.205
O -48.289 -6.394 -1.104
O 44.457 7.363 24.918
O -31.47 -1.991 23.044
O -42.498 -1.908 22.95
O 48.196 -3.759 22.993
O -47.948 -1.755 22.9
O 8.19 4.863 24.698
O 40.86 0.385 -3.222
O -47.659 3.867 23.264
O -40.022 7.121 -1.289
O -22.247 -8.131 -3.384
O 46.807 -3.192 -7.125
O -8.769 1.903 -5.366
O -48.623 -7.021 -5.923
O -47.669 -4.389 -2.671
O 47.988 -1.694 24.6
O 48.582 5.154 -3.469
O 41.428 -6.555 -2.069
O -42.022 -7.419 -1.221
O -40.561 3.397 25.857
O -47.421 -1.516 -1.239
O 40.368 -3.568 -6.494
O 44.532 -0.746 -1.234
O 36.186 2.838 -7.092
O -45.201 -4.887 -3.516
O -13.662 5.811 25.064
O -42.594 -7.153 23.087
O 43.196 8.006 -2.915
O -41.845 6.889 24.209
O -14.81 -1.703 -7.08
O 2.534 7.037 -3.637
O -16.995 -1.226 -5.539
O 48.778 0.207 -0.364
O -47.929 -3.409 24.875
O -30.548 3.056 -5.829
O -48.531 4.838 -6.781
O 46.121 -8.169 -0.508
O -20.265 4.502 25.69
O -39.723 -6.814 -2.272
O 44.043 -6.561 -1.216
O 45.423 1.455 -2.473
O -48.644 -6.162 25.838
O 39.952 1.383 -5.512
O -45.514 7.549 -4.012
O -3.434 -7.796 -3.776
O -17.162 1.851 -5.35
O -24.462 2.753 -0.529
O -21.141 -3.353 25.062
O -28.777 -4.879 -3.753
O -24.841 8.052 -3.425
O 42.059 3.481 25.263
O -24.704 1.902 -5.848
O -35.404 -5.379 22.187
O -46.419 -8.03 -0.286
O -15.805 -5.259 25.905
O 8.284 7.714 -6.222
O 46.282 -0.115 22.133
O -46.297 2.721 -0.441
O -8.847 -5.797 24.839
O 28.19 5.349 -3.671
O -46.07 -2.404 -3.23
O -45.558 -3.862 -1.143
O -15.389 4.41 -1.159
O -48.475 -1.361 -3.646
O 38.4 -2.972 25.55
O -7.296 -4.616 -4.295
O 46.612 -3.148 -4.453
O 40.644 4.433 -4.688
O -26.875 -0.221 24.304
O 40.906 6.615 -3.007
O -46.901 -1.395 -5.818
O -43.106 -1.234 -1.24
O -43.948 0.123 -3.492
O -43.212 7.658 -5.253
O 46.145 -2.689 -0.447
O 48.891 2.293 -7.231
O -32.881 -6.392 24.593
O 48.895 -2.787 -5.738
O 43.547 -7.125 -6.071
O -38.199 -2.327 25.11
O -45.217 -4.12 -6.027
O -26.431 -3.815 -4.338
O -10.644 -5.816 -3.314
O -13.427 4.357 -2.928
O 48.758 -0.047 -5.807
O -40.87 2.715 -0.121
O -44.219 -3.928 23.024
O -41.017 -2.695 -0.478
O -15.494 -7.182 22.775
O -39.345 -3.283 22.842
O -12.993 6.549 -4.102
O 3.514 -1.526 24.669
O 28.15 -3.582 -6.076
O -13.825 0.651 -6.554
O -23.448 4.053 -5.444
O -46.759 -0.092 25.313
O -3.373 -1.346 25.779
O 45.153 -3.315 24.833
O -8.638 5.022 25.239
O -34.835 -1.267 -5.21
O -40.629 -2.122 26.132
O -33.893 -6.079 -5.648
O -21.38 -0.228 -3.661
O -38.306 2.253 25.747
O -44.208 1.141 -1.147
O -45.259 3.961 24.303
O -31.54 2.506 25.507
O 29.071 6.837 -1.736
O -35.028 2.841 -3.648
O 44.298 -1.595 23.111
O 42.649 0.938 25.415
O -13.898 -7.075 25.626
O -1.306 3.973 -2.678
O -47.299 5.002 25.687
O -40.935 -4.529 -6.417
O -15.505 6.646 23.579
O 48.153 6.522 -1.264
O 14.82 6.376 -6.049
O -36.097 -7.156 -6.502
O -28.38 1.177 -1.299
O -29.795 5.673 -6.336
O 46.433 3.76 -3.102
O -35.401 -6.188 -3.5
O -36.507 6.591 -5.842
O -30.483 -5.391 22.027
O 34.84 -2.569 -3.182
O -11.917 -6.402 24.074
O -39.081 7.244 22.974
O -24.335 -5.441 22.108
O -25.886 4.981 -1.011
O -20.39 6.756 -2.385
O -26.787 -2.372 22.14
O -40.828 -0.062 22.186
O -21.917 5.413 -0.323
O -22.76 7.515 23.025
O -31.747 4.559 -1.481
O 5.852 -5.561 -4.448
O 29.374 3.251 23.84
O -37.422 5.037 25.781
O -24.003 -3.368 -3.404
O -38.484 8.102 -6.618
O -32.101 -6.665 -0.947
O -39.305 1.13 -1.348
O 19.743 -5.543 -3.306
O -20.633 -7.356 22.701
O -36.614 -2.286 -6.895
O -36.94 0.57 -3.31
O -33.788 -3.273 22.747
O 11.318 -5.088 -6.546
O -10.239 8.075 -4.202
O -40.865 6.707 -5.86
O -39.136 1.7 23.183
O -26.441 -0.724 -6.528
O 8.615 -5.194 23.023
O 0.538 -1.304 22.986
O -28.615 -6.663 23.191
O -31.607 4.034 23.374
O -30.955 -4.703 -2.168
O -32.417 -3.737 24.85
O -33.076 6.741 -1.057
O -29.802 -5.692 -6.648
O -6.367 5.984 25.865
O -36.628 3.971 -6.244
O -31.044 -1.356 -1.597
O -35.193 1.142 -1.267
O -18.335 0.788 25.123
O -11.507 -3.487 -4.317
O -20.559 6.777 24.19
O -18.567 5.311 -3.524
O -15.517 0.419 -4.093
O -30.397 -5.383 24.625
O 40.218 -1.444 -5.195
O -28.716 0.354 -5.96
O -13.681 -0.216 22.006
O -27.024 -4.96 25.915
O -32.878 0.057 -0.501
O -22.633 -4.276 -1.356
O 35.706 -3.559 -0.802
O -30.151 -2.705 -3.598
O -35.207 8.108 -0.416
O -25.995 4.314 23.278
O -9.474 4.79 -1.249
O -43.071 2.849 25.152
O -20.096 1.044 -1.809
O -41.226 -6.946 -5.507
O -25.991 4.054 -4.748
O 23.698 -6.021 25.976
O -39.803 6.215 25.834
O -21.628 -7.232 25.024
O -18.975 2.504 -3.658
O -33.053 2.819 -5.473
O -17.215 -1.243 23.941
O -35.431 -2.818 -0.405
O -21.156 4.73 -4.017
O -17.344 6.749 -1.691
O -27.236 -5.432 -0.388
O 27.307 7.995 -7.05
O -33.495 -4.447 -1.351
O 16.302 -3.618 -5.336
O -35.399 -0.319 22.09
O -39.343 -4.331 -1.54
O -30.095 2.84 -0.371
O -41.324 7.776 -3.46
O -19.154 -2.796 -0.487
O -7.969 0.684 -3.167
O 28.889 -4.845 26.136
O 42.351 7.089 -5.138
O -41.742 0.655 -2.226
O -36.275 3.821 -1.47
O -33.458 -1.317 24.558
O -12.506 -1.531 -5.784
O -11.983 7.753 -6.12
O 20.562 -7.598 25.094
O -36.535 4.974 -3.789
O -8.003 5.575 -3.365
O -26.454 -1.059 -1.336
O 48.496 -6.206 -3.431
O -26.342 1.158 -2.815
O -45.366 2.443 -3.641
O -25.228 4.4 25.88
O -40.716 4.003 -6.354
O -27.436 -7.925 25.133
O -37.952 -5.364 -3.499
O 23.565 4.172 -6.724
O -9.865 -7.538 22.967
O -42.136 4.465 -1.517
O -39.258 -0.035 25.112
O -27.848 1.905 25.57
O 10.378 3.836 -5.866
O 46.99 3.13 25.449
O -28.565 -4.034 23.15
O -24.558 -2.727 -0.449
O -3.601 2.661 -3.007
O -22.281 -3.889 22.727
O 36.599 -4.549 -2.978
O -19.033 3.329 -6.272
O -23.528 7.215 -1.271
O -13.356 -4.532 25.375
O 45.166 -5.278 -7.035
O -37.872 -4.707 24.403
O 31.538 5.788 -5.462
O 3.335 0.923 25.594
O -14.788 2.718 -5.607
O -47.33 6.475 -2.471
O -32.605 -1.684 -3.727
O -4.861 -2.939 -4.042
O 45.745 -0.895 -3.547
O -27.623 3.556 -2.137
O -23.889 -0.252 -6.999
O 37.781 -3.892 23.183
O -23.507 3.73 24.01
O 10.237 -5.397 25.195
O -31.556 -7.708 22.806
O -13.954 -2.52 -3.863
O -34.168 4.986 -2.565
O 10.325 -2.398 25.448
O -34.818 0.625 25.763
O -1.988 0.926 -6.224
O -24.369 5.688 21.95
O 18.881 -0.29 -4.174
O -33.265 5.864 -5.827
O 4.797 1.569 -6.085
O -17.715 7.623 22.908
O -18.348 7.249 -6.773
O -3.739 1.012 24.341
O 44.908 7.099 -6.102
O -24.622 -4.116 25.291
O 9.021 -3.847 -6.209
O -13.685 -5.423 21.977
O -28.691 -8.128 -6.683
O -4.639 7.634 24.91
O -45.346 7.453 -6.711
O -8.198 -5.531 22.095
O 30.972 2.583 -6.955
O 23.671 -7.306 -5.194
O -13.428 5.495 21.877
O -24.698 -0.213 22.073
O -5.08 5.32 -0.17
O -19.098 5.422 22.155
O 1.748 -4.445 -1.648
O -16.435 -7.727 25.129
O 0.278 6.444 24.165
O -20.896 -1.681 23.017
O -7.044 -2.305 -2.927
O 36.968 1.704 -1.408
O -25.4 7.02 25.867
O -22.715 0.911 -1.526
O -13.7 8.109 -0.589
O -32.833 4.806 25.668
O -21.462 -3.683 -6.119
O -9.806 -2.01 22.903
O -18.995 -5.476 21.99
O -15.283 -2.254 22.479
O -7.998 2.71 -0.495
O -11.819 -3.892 -1.797
O -0.634 -1.28 -5.491
O 44.75 -1.857 -5.749
O -14.974 4.123 23.343
O -11.902 -1.476 24.376
O -24.647 -2.51 -5.797
O -4.981 5.132 -7.247
O -15.333 -4.282 -2.602
O -15.5 -2.927 24.932
O -35.278 5.757 22.008
O -24.231 -5.855 -2.612
O -12.153 7.648 22.626
O -9.058 3.17 -3.187
O -14.548 -2.075 -1.28
O -20.097 4.218 -1.637
O 24.78 -5.114 -3.86
O -21.552 2.332 25.067
O -32.806 -6.061 -3.344
O 45.211 1.354 24.706
O -38.705 5.281 -5.253
O -45.513 0.744 -5.53
O -25.154 -6.701 25.491
O 42.21 2.665 -3.425
O -0.686 -5.057 25.362
O 29.55 -7.464 -3.458
O -16.227 -0.095 -0.523
O -21.172 -1.23 -1.246
O -9.818 3.856 23.136
O 14.702 -1.601 -5.159
O -18.967 -8.076 -0.319
O -12.168 6.268 -1.563
O -25.335 -1.639 25.884
O -21.071 -7.091 -1.309
O -19.647 0.829 -5.518
O 47.123 4.373 -5.571
O -12.009 0.774 -1.386
O -10.791 5.142 -3.441
O -11.875 -1.147 -3.201
O 39.128 2.171 -3.02
O 42.376 -1.935 -6.626
O -27.252 6.163 -5.917
O 39.089 -7.12 -1.27
O -13.602 2.626 -0.413
O 16.992 -0.092 -6.039
O -10.791 -5.613 -0.337
O -37.021 -0.83 -1.118
O 27.323 0.633 25.746
O 1.263 6.243 -5.87
O 39.586 -7.226 -3.897
O 14.754 -7.619 -7.26
O -27.387 -5.87 -5.806
O 37.634 1.524 23.498
O -15.686 0.527 25.205
O -17.397 -5.827 -3.363
O 44.226 -3.031 -3.361
O 2.787 5.69 22.05
O -33.604 0.71 -4.107
O -2.692 6.111 -3.169
O -16.193 4.971 25.507
O -34.174 -3.298 -6.596
O 46.779 -5.375 25.151
O 5.489 5.085 25.001
O -27.82 1.767 22.923
O -10.216 -6.674 -6.339
O -37.862 1.808 -5.391
O 14.967 1.775 23.361
O -25.787 -7.406 -1.195
O -17.411 -4.682 -1.093
O -15.628 -6.608 -1.495
O 21.169 4.382 -5.438
O -6.699 6.696 -1.501
O 40.454 -6.168 -6.877
O 45.386 5.038 25.736
O -1.617 1.616 -1.532
O -4.582 3.942 -5.037
O -27.831 -2.502 25.399
O -30.011 8.047 -0.429
O -30.49 -0.163 -4.005
O -11.987 -3.528 22.758
O -8.229 -2.683 -0.361
O 38.396 -0.194 -4.048
O 37.067 -7.95 -4.304
O 42.654 7.198 23.028
O 13.831 -2.752 -0.068
O -9.59 6.994 -6.614
O 48.619 6.81 22.825
O 26.851 -1.775 -4.882
O -13.108 0.486 25.581
O 30.346 3.469 -4.672
O -33.964 8.006 -4.236
O -19.639 -4.837 -4.555
O 10.487 -7.454 -5.655
O 31.677 -5.974 -2.952
O -44.777 -1.703 24.203
O -38.055 -0.842 -5.321
O -12.174 5.056 -6.03
O -25.599 3.811 -7.27
O -11.271 4.977 25.007
O -40.563 -4.917 -3.863
O 25.616 1.353 23.957
O -15.876 5.457 -3.467
O -19.107 -0.016 22.019
O 31.137 -6.655 -5.399
O 28.33 -0.944 -6.824
O 11.008 -0.553 -3.039
O 24.472 -0.762 -5.134
O -36.812 4.302 23.352
O -34.931 -1.035 -2.66
O -46.509 0.21 -3.063
O 41.842 -3.305 -4.289
O -43.649 -5.502 -0.404
O 15.773 5.422 25.661
O -36.829 0.975 24.155
O 23.002 6.867 -2.288
O -28.693 1.791 -3.809
O 46.787 -7.516 -4.937
O 18.462 1.983 -5.394
O -35.307 1.66 -5.954
O -32.101 6.314 -3.505
O 38.414 4.04 -6.043
O 36.139 6.565 -6.059
O -44.727 3.907 -5.786
O -27.96 7.163 22.906
O -27.986 -0.716 -3.565
O -23.476 5.819 -3.511
O 13.654 -3.963 -4.944
O 40.354 -2.322 -0.426
O -0.899 -4.048 22.909
O 23.687 3.724 -3.417
O -5.985 2.665 -6.891
O -37.33 -7.801 -4.23
O -30.257 4.841 25.529
O -39.582 0.566 -3.832
O -7.878 -3.374 25.228
O -28.603 4.409 -4.489
O 1.003 3.986 22.754
O 6.966 5.534 -5.948
O 32.178 1.894 -2.437
O 39.99 4.766 -1.13
O 3.524 -5.406 -3.265
O -22.295 6.266 -5.818
O 5.599 -5.427 25.865

Results
total energy: -609931.875 eV
total energy less fixed offsets of O -438.25, Si -107.07 eV per atom: -12.675 eV

Forces (eV/angstrom) on atoms 584 to 1259 of the 3024, counted in the order above; the others are left out for length: element, x, y, z
Si -0.014 0.006 0.001
Si 0.017 0.007 0.002
Si -0.005 0.018 -0.001
Si 0.005 -0.002 -0.009
Si 0.003 -0.005 0.009
Si -0.002 0.008 0.014
Si -0.015 0 0.003
Si -0.008 -0.004 0.004
Si -0.009 0.012 0.008
Si -0.002 0.006 0.007
Si 0.004 0.009 0
Si 0.006 -0.009 0.004
Si 0.005 -0.011 -0.006
Si -0.005 0.006 -0.001
Si 0.001 -0.009 -0.01
Si 0.002 -0.012 -0.006
Si 0.004 -0.001 0.001
Si -0.003 0.005 0.001
Si 0.005 -0.015 0.001
Si -0.002 -0.009 -0.01
Si 0 0.004 -0.007
Si 0.005 -0.002 -0.001
Si 0.001 -0.006 -0.009
Si 0.001 0 -0.003
Si 0.007 -0.01 -0.006
Si 0.004 -0.002 -0.003
Si 0.007 0.003 -0.003
Si -0.004 -0.002 -0.002
Si -0.005 0.004 -0.007
Si -0.008 -0.006 -0.002
Si -0.008 0.003 -0.012
Si 0.005 0.006 -0.005
Si 0.011 0.021 0.001
Si 0.001 0.009 -0.008
Si 0.006 0.013 -0.002
Si -0.007 -0.002 -0.003
Si 0.012 0.007 -0.002
Si -0.01 -0.001 -0.001
Si -0.004 -0.002 -0.005
Si -0.014 -0.004 -0.007
Si 0.002 -0.01 -0.009
Si -0.002 -0.005 0.003
Si -0.005 -0.008 -0.006
Si -0.002 -0.001 0.002
Si -0.005 -0.014 -0.001
Si 0 0.012 0.003
Si 0.008 0.012 0.004
Si 0.001 -0.003 0.002
Si 0.008 -0.006 -0.003
Si 0.008 0.009 -0.007
Si -0.002 -0.013 -0.002
Si -0.001 -0.01 -0.007
Si 0.003 -0.008 -0.001
Si -0.004 0.001 0.009
Si 0 -0.004 -0.005
Si -0.004 0.003 -0.001
Si 0 -0.004 0.004
Si 0.002 -0.013 0.004
Si -0.003 0.003 0.001
Si 0.008 0.003 -0.003
Si 0.002 -0.007 -0.001
Si -0.003 -0.004 -0.001
Si -0.007 0.013 -0.001
Si 0.003 -0.001 -0.002
Si 0.005 -0.005 -0.007
Si -0.002 0.012 -0.001
Si -0.006 -0.003 0.001
Si 0 -0.002 -0.003
Si 0.001 0.001 0
Si 0.009 0.016 0.003
Si 0.004 0.004 -0.004
Si -0.01 0.001 -0.001
Si 0.003 -0.002 0.002
Si 0.009 0.013 0.004
Si -0.015 -0.001 0
Si -0.008 0.004 0.001
Si 0 -0.017 -0.002
Si -0.007 0.011 0.004
Si 0.008 0.003 0.002
Si 0.006 0 -0.004
Si -0.003 -0.005 -0.002
Si 0 -0.005 0.003
Si -0.003 0.016 0
Si 0.006 -0.005 0.003
Si -0.004 0.003 -0.003
Si 0.003 0.005 0.002
Si -0.002 -0.006 0.004
Si 0 -0.001 0.001
Si -0.003 -0.002 0
Si -0.004 -0.004 0
Si 0.01 0.006 -0.004
Si 0.002 -0.012 0.006
Si 0.003 -0.004 -0.001
Si -0.003 0.008 0.006
Si -0.009 0.008 0.005
Si 0.004 -0.004 -0.004
Si 0.001 -0.004 0.002
Si 0.003 0.002 -0.004
Si 0 -0.013 -0.001
Si -0.002 -0.008 -0.006
Si 0.005 -0.012 0
Si 0.003 0.003 0
Si 0.006 -0.008 0.005
Si 0.002 -0.002 0.008
Si 0.001 0.008 0.001
Si 0.005 0.01 0.002
Si -0.002 0.005 0.001
Si -0.005 -0.002 0.005
Si 0.004 -0.003 0.005
Si -0.007 0.005 -0.001
Si -0.006 -0.006 0.002
Si -0.008 -0.003 -0.005
Si 0.004 -0.004 0.004
Si 0 0.01 0.002
Si 0.003 0.001 -0.002
Si 0.016 -0.008 0
Si -0.009 0.013 0.008
Si -0.005 -0.001 0.009
Si -0.001 0.015 0.006
Si -0.005 -0.006 -0.001
Si -0.011 -0.007 0.003
Si 0.001 -0.001 0.002
Si 0.003 -0.009 0.004
Si 0.007 0.005 -0.001
Si 0.009 -0.003 -0.004
Si 0.002 -0.006 -0.004
Si 0.012 0.001 -0.001
Si -0.002 0.001 0.002
Si -0.006 -0.012 0.002
Si 0.003 0.011 0.002
Si -0.01 0.004 0.001
Si 0.006 0 -0.005
Si 0.006 -0.006 0
Si 0.003 -0.002 0.004
Si -0.006 -0.009 0.005
Si -0.003 -0.008 0.003
Si 0.003 0 -0.004
Si 0.147 -0.179 0.749
Si -0.256 0.123 0.743
Si 0.159 -0.138 0.66
Si 0.253 -0.002 0.712
Si -0.004 0.203 0.686
Si -0.061 0.151 0.599
Si 0.011 -0.035 0.45
Si 0.228 -0.231 0.686
Si -0.416 0.241 0.701
Si 0.053 0.119 0.579
Si 0.278 -0.087 0.774
Si 0.355 -0.204 0.694
Si -0.272 0.066 0.782
Si -0.011 0.198 0.686
Si 0.223 -0.299 0.714
Si 0.034 -0.105 0.481
Si -0.175 0.278 0.668
Si 0.146 -0.256 0.759
Si 0.029 0.027 -0.047
Si 0.035 0.04 -0.068
Si -0.017 -0.047 -0.055
Si 0.005 -0.032 -0.045
Si -0.003 -0.034 -0.039
Si 0.006 -0.007 -0.038
Si -0.023 0.034 -0.031
Si 0.002 0.02 -0.06
Si -0.003 0.008 -0.006
Si -0.004 0.01 -0.062
Si 0.019 0.009 -0.063
Si -0.014 -0.016 -0.075
Si -0.009 -0.038 -0.043
Si 0.031 -0.003 -0.041
Si -0.023 -0.03 -0.052
Si 0.014 0.021 -0.011
Si -0.004 0.025 -0.036
Si 0.009 0.017 -0.076
Si -0.028 -0.021 -0.007
Si 0.02 -0.008 0
Si 0.031 -0.012 0.031
Si -0.005 -0.033 0.029
Si -0.034 -0.013 0.021
Si 0.004 0.016 -0.003
Si 0.013 0.024 0.019
Si 0.041 -0.042 0.038
Si -0.013 0.029 0.006
Si -0.035 0.008 0.012
Si 0.005 -0.012 0.018
Si 0.026 -0.034 0.016
Si -0.019 0.016 0.005
Si 0.014 -0.007 -0.011
Si -0.023 0.007 0.042
Si -0.037 0.01 0.024
Si 0.008 0.015 0.024
Si 0.033 -0.021 0.045
Si 0.019 0.021 -0.038
Si -0.042 0.044 0.004
Si -0.01 0.005 0.008
Si 0.009 0.022 0
Si 0.024 0.01 -0.005
Si 0.004 0.01 0.02
Si -0.014 0.036 -0.023
Si -0.006 -0.022 0.031
Si -0.008 -0.03 0.002
Si 0.036 0.004 -0.016
Si 0.004 -0.003 -0.025
Si -0.016 -0.004 0.002
Si -0.005 -0.011 0.02
Si -0.009 0.019 0.014
Si 0.002 -0.026 0.008
Si -0.002 -0.02 0.006
Si 0.007 0.023 -0.009
Si -0.018 -0.006 -0.017
Si 0.021 0.007 -0.004
Si -0.018 0.008 0.006
Si 0.001 0.003 -0.007
Si -0.021 -0.015 -0.01
Si -0.001 0.008 -0.002
Si 0.001 -0.007 -0.002
Si 0.001 -0.009 -0.003
Si -0.005 -0.009 0
Si -0.007 0.01 -0.003
Si -0.016 0.003 -0.009
Si 0.009 0.002 -0.003
Si -0.009 0.006 0.004
Si -0.008 0.004 0.005
Si -0.008 -0.014 0.009
Si 0.009 -0.003 0.008
Si -0.006 -0.015 0.004
Si 0.013 -0.009 0.005
Si -0.002 -0.019 0.001
Si -0.017 -0.01 0.003
Si -0.009 0.017 0.003
Si 0.034 0.011 0.016
Si -0.012 -0.002 -0.007
Si -0.012 0 0.017
Si -0.001 -0.013 0.007
Si 0.018 0.006 0.015
Si 0.006 -0.002 -0.014
Si 0.003 -0.007 0.031
Si -0.012 -0.018 0.008
Si 0.003 0.011 0.023
Si -0.014 0.003 -0.004
Si 0.009 0.026 0.017
Si 0.013 0.004 -0.005
Si 0.003 0.011 0.013
Si -0.017 0.02 -0.027
Si 0.005 -0.001 0.02
Si 0.011 -0.004 -0.024
Si 0.025 0.028 -0.015
Si -0.01 -0.03 -0.014
Si -0.009 0.003 -0.033
Si 0.014 -0.014 -0.034
Si 0 0.017 -0.011
Si 0.032 -0.018 -0.019
Si -0.027 -0.009 -0.012
Si -0.015 0.03 -0.025
Si 0 0.011 -0.035
Si -0.001 -0.01 -0.029
Si -0.04 0.009 -0.021
Si -0.005 -0.003 -0.006
Si 0.022 -0.016 0.015
Si -0.014 0.008 -0.009
Si -0.031 -0.004 -0.014
Si 0.005 -0.025 -0.009
Si -0.006 0.019 -0.033
Si -0.017 -0.018 -0.012
Si 0.017 -0.019 0.04
Si -0.007 0.001 0.016
Si -0.016 0.006 0.055
Si -0.002 0.029 0.051
Si 0.001 -0.004 0.034
Si -0.001 -0.017 0.044
Si -0.022 0.017 0.04
Si 0.005 0 0.031
Si -0.035 0.008 0.041
Si 0.018 -0.011 0.055
Si 0.016 -0.007 0.049
Si 0.005 0.004 0.051
Si -0.031 -0.001 0.044
Si 0.002 -0.016 0.011
Si 0.052 -0.024 0.056
Si -0.008 0.033 0.034
Si -0.015 0.01 0.05
Si 0.006 -0.022 0.026
Si -0.031 -0.054 -0.72
Si 0.076 0.278 -0.69
Si -0.119 -0.388 -0.619
Si 0.265 0.114 -0.689
Si -0.166 -0.091 -0.746
Si 0.097 0.158 -0.653
Si -0.128 -0.26 -0.648
Si 0.457 0.365 -0.583
Si -0.101 0.077 -0.716
Si 0.123 0.117 -0.678
Si -0.296 -0.097 -0.686
Si 0.107 0.306 -0.704
Si -0.299 -0.082 -0.637
Si 0.166 0.249 -0.689
Si -0.39 -0.108 -0.628
Si 0.102 0.145 -0.713
Si -0.007 -0.196 -0.621
Si 0.13 0.107 -0.692
Si 0.003 0.094 -0.021
Si 0.071 -0.016 0.018
Si 0.02 -0.053 -0.135
Si -0.021 0.067 0.11
Si -0.028 -0.048 -0.11
Si -0.142 0.048 -0.033
Si 0.022 -0.044 0.176
Si -0.05 0.01 0.056
Si -0.169 0.061 0.157
Si -0.046 -0.077 -0.084
Si 0.04 0.14 -0.17
Si 0.015 0.02 -0.134
Si -0.088 -0.036 0.009
Si 0.121 0.048 0.026
Si 0.072 0.062 0.034
Si -0.002 0.018 -0.147
Si -0.038 -0.056 -0.086
Si 0.035 -0.107 0.337
Si -0.088 0.005 0.147
Si -0.031 0.026 -0.015
Si 0.085 0.024 0.012
Si 0.008 0.013 0.157
Si -0.075 -0.062 0.216
Si -0.075 0.043 -0.092
Si -0.09 0.011 0.094
Si 0.016 -0.102 -0.102
Si 0.198 0.084 0.076
Si -0.011 0.016 -0.011
Si -0.116 0.084 -0.036
Si -0.096 -0.023 -0.062
Si -0.044 -0.127 -0.076
Si -0.003 -0.057 -0.114
Si -0.05 -0.016 0.23
Si 0.006 -0.055 -0.041
Si 0.014 0.096 0.064
Si -0.023 0.11 -0.087
Si 0.057 -0.054 -0.039
Si -0.16 -0.116 0.041
Si -0.002 0.114 0.067
Si -0.011 0.103 0.168
Si -0.049 -0.083 0.011
Si -0.115 0.05 0.099
Si -0.002 0.064 -0.18
Si 0.017 -0.101 0.018
Si -0.072 0.046 -0.164
Si 0.109 0.058 -0.102
Si -0.029 0.015 -0.107
Si 0.064 -0.071 -0.074
Si -0.033 -0.077 0.006
Si -0.042 -0.083 -0.063
Si -0.02 0.028 -0.189
Si 0.042 0.077 0.123
Si 0.167 0.043 0.257
Si 0 0.029 0.029
Si -0.017 0 -0.005
Si 0.015 -0.013 -0.007
Si 0.009 -0.011 0.008
Si 0 -0.001 0.006
Si -0.017 -0.023 0.01
Si 0.003 -0.008 0.002
Si 0.024 0.004 0.002
Si 0.003 -0.003 0.027
Si -0.018 0.011 -0.006
Si -0.004 0.006 -0.001
Si -0.02 -0.019 -0.005
Si 0.002 -0.005 -0.001
Si 0.019 -0.001 -0.004
Si 0.039 -0.005 -0.009
Si -0.025 -0.014 0.014
Si -0.015 -0.007 0.021
Si 0.009 0.013 0.003
Si -0.027 0.009 0.014
Si -0.002 -0.004 0
Si -0.005 0.015 0
Si -0.006 0.017 -0.003
Si 0.018 -0.02 -0.003
Si 0.01 0.005 -0.009
Si 0.003 0.004 -0.013
Si 0.012 0.009 -0.002
Si 0.009 0 -0.001
Si -0.006 0.002 -0.001
Si 0.01 -0.002 -0.006
Si 0.006 0.003 -0.003
Si -0.009 0.007 -0.004
Si 0.009 -0.011 -0.004
Si 0.01 0.011 -0.012
Si 0.005 0.021 -0.002
Si -0.005 0.005 0
Si 0.006 -0.001 0.006
Si -0.007 0.015 -0.009
Si -0.016 -0.001 0.005
Si -0.008 -0.009 -0.003
Si 0.01 -0.006 0.002
Si -0.002 -0.009 -0.006
Si 0.002 -0.006 -0.012
Si 0.005 0.01 -0.005
Si -0.003 -0.009 -0.01
Si -0.002 0.003 -0.004
Si 0.007 0.015 0.003
Si -0.005 -0.007 0.005
Si 0.014 0 -0.002
Si -0.021 -0.016 0.002
Si 0.002 0.01 -0.01
Si 0.012 -0.003 -0.008
Si -0.002 -0.009 0.005
Si -0.015 -0.013 0.005
Si 0.01 0 0.003
Si 0.003 -0.003 0.007
Si 0.008 0.002 0.005
Si 0.005 0.005 0.003
Si -0.004 0.016 0.004
Si -0.005 0.002 0.001
Si -0.007 0.001 -0.004
Si -0.003 0.008 -0.003
Si 0.004 -0.001 0.006
Si -0.01 0.008 0
Si 0.005 -0.001 0
Si 0.001 -0.013 0.007
Si 0.01 0.004 -0.007
Si 0.016 0.002 0.005
Si 0 -0.012 -0.002
Si 0.006 -0.007 -0.002
Si 0.004 0.008 0.002
Si 0.009 0 0.006
Si 0 0.007 -0.002
Si 0.005 0.003 0.003
Si -0.015 0.008 0.003
Si -0.007 0 -0.005
Si -0.001 -0.01 -0.002
Si 0.004 -0.002 0.001
Si 0.005 -0.002 -0.003
Si -0.002 -0.01 -0.005
Si 0.007 -0.002 -0.007
Si 0.002 0.005 -0.004
Si -0.007 0.001 -0.001
Si -0.001 0.009 0.005
Si 0.01 0 0
Si -0.012 -0.006 0.003
Si 0.012 -0.008 0.003
Si 0.008 0 -0.003
Si 0.001 0.011 -0.006
Si -0.001 -0.012 -0.001
Si -0.002 -0.003 0.001
Si -0.002 0.004 0.005
Si 0.005 -0.004 0.004
Si -0.004 -0.004 -0.001
Si -0.002 0.01 0.004
Si 0.003 0.009 -0.001
Si -0.003 0.003 0.003
Si 0.012 0.015 0
Si -0.011 0.005 -0.001
Si 0.007 0.008 -0.001
Si -0.005 -0.003 0.004
Si 0.011 0 0.002
Si 0.01 0 0
Si -0.006 0.003 0.001
Si 0 0.008 -0.001
Si -0.004 0.003 0.003
Si 0.011 0.004 0
Si -0.009 -0.002 -0.007
Si 0.006 -0.006 0.001
Si 0.016 -0.003 -0.002
Si -0.011 0.013 -0.006
Si 0.01 -0.014 -0.007
Si -0.001 0.001 0
Si -0.001 -0.003 0.008
Si -0.01 0 0.005
Si -0.013 -0.005 0.001
Si 0.012 -0.002 -0.007
Si -0.005 0.006 -0.001
Si -0.004 -0.007 0.004
Si -0.016 -0.007 0.002
Si -0.002 0.004 -0.006
Si 0.005 -0.005 0
Si -0.004 -0.003 0.001
Si -0.001 -0.002 0.001
Si 0.003 -0.002 -0.009
Si 0.011 -0.006 -0.001
Si 0.01 -0.007 0.01
Si -0.004 0.009 0.004
Si 0.004 0.008 0.006
Si 0.008 -0.001 -0.005
Si -0.002 0.006 -0.002
Si 0.003 0.002 0.006
Si 0.001 -0.001 -0.005
Si -0.006 0.008 0
Si 0.006 0.001 0
Si -0.008 -0.015 0.005
Si -0.002 0.004 0.008
Si 0.009 0.014 0.003
Si 0.006 0.007 0.005
Si 0 0.009 -0.002
Si 0 0.008 -0.002
Si 0.002 0.018 0.005
Si -0.001 0.008 -0.003
Si 0.003 -0.011 0.002
Si -0.01 -0.014 0.008
Si 0.004 0.002 0.005
Si 0.09 -0.088 0.78
Si 0.046 -0.137 0.684
Si -0.031 0.191 0.713
Si 0.23 -0.302 0.702
Si -0.124 0.141 0.737
Si -0.045 0.1 0.709
Si -0.011 0.259 0.661
Si 0.26 -0.236 0.688
Si -0.386 0.261 0.597
Si -0.043 0.198 0.77
Si 0.21 -0.051 0.735
Si 0.096 -0.245 0.658
Si -0.125 0.072 0.715
Si -0.176 -0.007 0.641
Si 0.189 -0.024 0.744
Si 0.071 -0.181 0.684
Si 0.015 0.097 0.686
Si 0.189 -0.163 0.712
Si 0.009 0.017 -0.064
Si 0.033 0.002 -0.038
Si 0.011 -0.002 -0.048
Si -0.021 0 -0.052
Si 0.01 0.001 -0.054
Si -0.014 -0.006 -0.038
Si -0.022 -0.037 -0.028
Si 0.011 0.017 -0.069
Si 0.026 0.006 -0.061
Si 0.022 0.026 -0.039
Si -0.008 0.024 -0.074
Si 0.03 -0.008 -0.057
Si 0.004 -0.006 -0.05
Si 0.017 0.01 -0.039
Si -0.01 -0.014 -0.048
Si -0.012 -0.013 -0.034
Si -0.007 0.007 -0.034
Si 0.005 -0.004 -0.059
Si -0.002 -0.03 0.036
Si -0.021 -0.006 0.012
Si 0.014 -0.003 0.017
Si 0.005 -0.01 0.04
Si -0.03 0.001 0.004
Si 0.002 0.022 0.008
Si -0.01 0.034 0.016
Si 0.02 -0.014 0.037
Si 0.008 0.01 0.006
Si -0.007 0 -0.005
Si 0.001 -0.032 0.024
Si 0.001 -0.022 0.019
Si 0 -0.021 0.025
Si -0.003 0.031 0.01
Si -0.014 -0.039 0.019
Si -0.019 0.006 -0.002
Si 0.015 0.028 0.013
Si 0.016 0.012 0.043
Si 0.011 -0.011 -0.018
Si -0.004 0.01 0.002
Si 0.008 0.001 0.009
Si 0.008 -0.006 -0.011
Si -0.007 -0.005 0.002
Si 0.008 -0.004 0.015
Si -0.002 0.014 -0.003
Si 0.003 0.004 -0.003
Si -0.012 -0.008 0.011
Si 0.007 0.01 0.009
Si 0.002 0.009 -0.002
Si -0.012 -0.01 -0.011
Si -0.02 0.031 0.011
Si 0.017 0 -0.005
Si 0.018 0 -0.001
Si -0.001 0.005 -0.017
Si -0.001 0.001 -0.001
Si -0.022 0.013 -0.027
Si 0.009 0.004 0.007
Si -0.01 -0.014 0.006
Si -0.005 0.001 -0.002
Si -0.005 -0.003 -0.008
Si 0.015 0.003 0.003
Si -0.016 -0.005 -0.002
Si 0.022 0.01 0.001
Si -0.022 -0.005 -0.005
Si 0.009 0.021 0.002
Si -0.001 -0.024 0.001
Si -0.001 0.002 -0.01
Si -0.02 -0.005 -0.003
Si -0.012 0.017 -0.007
Si -0.004 -0.018 -0.002
Si 0.008 0.005 -0.011
Si 0.001 -0.018 -0.006
Si 0.017 -0.001 0
Si -0.022 0 0.012
Si 0 0.006 0.022
Si -0.004 -0.008 -0.021
Si 0 0.002 0.018
Si 0.006 0.011 -0.026
Si 0.001 0.004 0.016
Si -0.009 -0.002 -0.017
Si -0.016 -0.017 0.004
Si 0.003 -0.01 -0.032
Si 0.006 -0.012 0.022
Si 0.013 -0.027 -0.007
Si 0.005 -0.005 0.026
Si 0.006 0.019 0.002
Si 0.017 0.019 0.011
Si 0.017 0.003 -0.034
Si -0.009 -0.01 0.027
Si -0.002 0.001 0
Si 0 -0.007 -0.011
Si 0.008 0.013 0.009
Si 0.003 0.012 -0.019
Si -0.004 -0.02 -0.012
Si -0.005 0 -0.013
Si 0.015 -0.014 -0.039
Si -0.012 0.003 -0.012
Si 0.005 -0.006 -0.02
Si -0.008 0.029 -0.015
Si 0.02 0.033 -0.03
Si -0.007 0.022 -0.012
Si -0.008 -0.003 -0.027
Si -0.025 -0.002 -0.032
Si 0.039 -0.005 -0.021
Si -0.025 0.004 -0.02
Si -0.006 0.004 -0.031
Si -0.021 0.011 -0.005
Si 0.012 -0.013 -0.017
Si -0.006 0.009 -0.022
Si 0.008 -0.011 -0.005
Si -0.006 0.007 0.033
Si -0.001 -0.006 0.055
Si 0.004 0.002 0.049
Si -0.007 0.006 0.035
Si 0.012 0.001 0.034
Si -0.006 -0.018 0.05
Si -0.002 -0.009 0.054
Si 0.006 0.007 0.028
Si 0.024 -0.003 0.036
Si -0.007 0.009 0.029
Si 0.012 0.006 0.057
Si -0.01 0.009 0.064
Si -0.006 0 0.041
Si 0.022 -0.013 0.068
Si 0.044 -0.016 0.054
Si 0.008 -0.01 0.045
Si 0.025 0.005 0.076
Si -0.001 0.012 0.04
Si -0.078 -0.109 -0.816
Si 0.169 0.217 -0.721
Si -0.206 -0.265 -0.69
Si 0.081 0.166 -0.704
Si -0.231 -0.075 -0.713
Si 0.069 0.226 -0.755
Si -0.186 -0.063 -0.772
Si 0.206 0.067 -0.7
Si -0.063 -0.261 -0.677
Si 0.15 0.08 -0.737
Si -0.108 -0.21 -0.694
Si 0.2 -0.001 -0.676
Si -0.146 -0.218 -0.65
Si 0.363 0.193 -0.719
Si -0.341 -0.142 -0.727
Si 0.013 0.27 -0.694
Si -0.086 -0.247 -0.726
Si 0.091 0.134 -0.742
Si 0.104 -0.135 -0.093
Si 0.014 0.006 -0.046
Si 0.01 -0.034 -0.071
Si 0 0.042 0.118
Si -0.061 0.011 -0.01
Si -0.006 0.145 0.06
Si -0.024 0.008 0.056
Si -0.098 0.078 -0.071
Si 0.062 0.083 -0.014
Si 0.047 0.032 -0.068
Si 0.063 -0.049 -0.015
Si -0.02 0.038 0.158
Si -0.092 -0.12 -0.031
Si -0.021 -0.026 -0.143
Si -0.046 -0.001 0.004
Si -0.016 0.026 -0.136
Si 0.071 -0.041 -0.029
